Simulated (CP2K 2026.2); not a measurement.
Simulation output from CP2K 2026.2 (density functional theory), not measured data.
Periodic cell of 1182 atoms, Si850O332, from a study of silicon, its oxide and their interface. The atomic structure is a simulated model.
Doubt: the forces sum to 2.12 eV/angstrom along one axis rather than to zero, so they err by at least 0.0018 eV/angstrom per atom on average; the grid cutoff is modest.

Settings: functional PBE; method Gaussian and plane waves; basis set DZVP-MOLOPT-SR-GTH; pseudopotentials GTH-PBE; grid cutoff 350 Ry, relative cutoff 50 Ry; k points Gamma only; occupations fixed; spin none; net charge 0.

Cell vectors (angstrom)
a 16.4025 0 0
b 0 32.805 0
c 0 0 39.9635

Atoms: element, x, y, z (angstrom)
Si 16.3843 0.0081 39.6323
Si 2.6414 2.8209 0.2355
Si 0.5644 5.2401 39.8093
Si 2.5895 8.7395 39.7836
Si 1.1056 10.6522 39.4626
Si 2.9914 14.0114 39.952
Si 16.188 16.4075 0.1037
Si 2.7124 19.1342 0.3365
Si 0.5299 21.5276 0.051
Si 2.5032 24.8791 39.709
Si 0.2498 27.0253 0.0383
Si 3.1638 29.6461 0.0066
Si 5.6964 32.6549 39.7058
Si 8.0248 3.0527 39.8713
Si 5.8262 5.2788 39.7669
Si 8.8856 7.4674 39.8165
Si 5.7195 10.8164 39.9058
Si 8.1262 13.5248 0.092
Si 5.9906 15.9891 39.908
Si 8.005 19.6232 0.0636
Si 6.3976 21.4036 39.7973
Si 8.7767 24.2029 39.9631
Si 4.656 27.8244 39.5173
Si 7.9993 30.3841 39.8988
Si 11.0305 32.4136 39.6187
Si 13.459 3.3641 39.9086
Si 11.0949 5.3866 0.2244
Si 13.3976 8.451 39.8347
Si 11.0776 10.5702 0.0578
Si 13.2973 13.7964 0.1874
Si 10.9595 15.8662 39.9451
Si 14.3163 18.9959 39.5299
Si 11.3539 22.3724 39.5903
Si 13.4496 24.9061 39.9368
Si 11.5491 26.3527 39.5351
Si 13.4814 30.4067 39.8933
Si 1.2587 1.3301 1.2971
Si 4.2459 4.1578 1.2618
Si 1.5174 7.0268 1.0731
Si 4.1141 9.7039 1.2779
Si 1.5615 12.4289 1.1049
Si 4.3419 15.1262 1.4534
Si 1.4399 17.508 1.427
Si 4.2213 20.3243 1.5649
Si 1.5542 23.2224 1.274
Si 4.0923 25.9836 1.0789
Si 1.4662 28.6504 1.3097
Si 4.1661 31.4266 1.1785
Si 6.8269 1.4403 1.1761
Si 9.5517 4.1156 1.4102
Si 6.9967 6.7672 1.228
Si 9.6037 9.3005 1.3265
Si 6.8771 12.1646 1.4602
Si 9.6247 14.7345 1.4579
Si 7.0541 17.7553 1.1824
Si 9.7586 20.412 1.3464
Si 7.1349 23.1186 1.2855
Si 9.83 25.8578 1.2245
Si 6.9617 28.7585 1.2282
Si 9.6362 31.4558 1.2555
Si 12.4913 1.745 1.344
Si 15.1431 4.3395 1.1937
Si 12.3832 6.9163 1.3859
Si 15.093 9.5355 1.0441
Si 12.1904 12.1755 1.406
Si 14.9721 14.9144 1.385
Si 12.1298 17.5557 1.1992
Si 15.1686 20.4686 1.1738
Si 12.5413 23.289 1.4015
Si 15.1111 25.8584 1.3492
Si 12.4536 28.7322 1.1835
Si 15.1382 31.5007 1.2129
Si 16.3526 2.7929 2.6066
Si 2.7231 32.7726 2.5655
Si 0.0578 8.2637 2.5148
Si 2.8309 5.5938 2.5241
Si 0.0642 13.5682 2.5962
Si 2.8245 11.0995 2.6556
Si 0.0617 19.0495 2.6396
Si 2.8838 16.335 2.8057
Si 0.0805 24.4696 2.6814
Si 2.8854 21.8671 2.7308
Si 0.0394 30.0508 2.6035
Si 2.7942 27.2357 2.6631
Si 5.5029 2.7467 2.6466
Si 8.2556 0.0933 2.5697
Si 5.5252 8.2177 2.5455
Si 8.2149 5.476 2.7564
Si 5.5645 13.625 2.7714
Si 8.2491 10.752 2.6999
Si 5.6851 18.9727 2.749
Si 8.328 16.3297 2.6574
Si 5.6037 24.587 2.454
Si 8.4455 21.8412 2.7442
Si 5.5273 30.0634 2.6272
Si 8.3662 27.3155 2.5019
Si 10.9437 2.8145 2.7578
Si 13.7492 0.1013 2.5843
Si 11.0047 8.1739 2.7935
Si 13.809 5.6249 2.6897
Si 10.9424 13.4806 2.8585
Si 13.7786 10.8953 2.5699
Si 10.9954 18.979 2.6893
Si 13.638 16.3452 2.6713
Si 11.0736 24.5457 2.7361
Si 13.7978 21.765 2.6262
Si 10.9735 30.0199 2.5729
Si 13.7576 27.3293 2.6292
Si 1.4306 4.1599 3.9033
Si 4.0983 1.3491 3.9495
Si 1.4312 9.629 3.9415
Si 4.1797 6.8743 3.9811
Si 1.4151 14.9478 4.035
Si 4.1656 12.3207 4.1466
Si 1.4345 20.4774 4.0442
Si 4.2164 17.7392 4.1344
Si 1.4061 25.9033 4.036
Si 4.2572 23.2904 4.0004
Si 1.4056 31.4091 3.9805
Si 4.1542 28.671 4.0011
Si 6.8496 4.0751 4.0753
Si 9.599 1.3805 4.0512
Si 6.8465 9.4768 4.0662
Si 9.6103 6.8108 4.1255
Si 6.9321 15.0201 4.0986
Si 9.5565 12.1302 4.1486
Si 6.9981 20.4519 4.0625
Si 9.641 17.6847 4.1123
Si 6.9509 25.9499 3.8847
Si 9.7055 23.2264 4.1383
Si 6.9026 31.4759 3.9642
Si 9.6232 28.6803 3.9793
Si 12.3718 4.1966 4.0381
Si 15.0603 1.422 4.0405
Si 12.4188 9.5772 4.0598
Si 15.1767 6.9395 4.0407
Si 12.3237 14.9594 4.0948
Si 15.099 12.2519 4.0097
Si 12.3841 20.4132 3.999
Si 15.0512 17.7226 4.0518
Si 12.4003 25.9823 4.0545
Si 15.1114 23.1291 4.0533
Si 12.3461 31.4549 3.9217
Si 15.088 28.7081 4.0009
Si 16.3614 32.7885 16.3279
Si 2.6984 2.7205 16.3303
Si 16.3517 5.4402 16.3255
Si 2.6938 8.182 16.3146
Si 16.355 10.9112 16.327
Si 2.7057 13.6711 16.3414
Si 16.3586 16.4219 16.3363
Si 2.7201 19.1884 16.332
Si 16.3897 21.92 16.3254
Si 2.7255 24.6473 16.3345
Si 16.377 27.3492 16.3562
Si 2.7079 30.064 16.3542
Si 5.4374 32.7899 16.3485
Si 8.1637 2.7116 16.3341
Si 5.4337 5.4613 16.328
Si 8.1609 8.1891 16.3407
Si 5.4365 10.923 16.3276
Si 8.1794 13.6734 16.3143
Si 5.467 16.4447 16.3344
Si 8.2114 19.1924 16.3406
Si 5.469 21.936 16.3354
Si 8.1939 24.6412 16.3499
Si 5.4609 27.3568 16.3498
Si 8.1722 30.0581 16.3352
Si 10.9023 32.7848 16.3295
Si 13.6169 2.7092 16.3273
Si 10.8793 5.4387 16.3391
Si 13.6164 8.1721 16.33
Si 10.8882 10.9224 16.3304
Si 13.6168 13.669 16.3284
Si 10.9136 16.4266 16.3134
Si 13.6473 19.1811 16.3303
Si 10.9304 21.9198 16.3565
Si 13.6457 24.6309 16.3502
Si 10.9055 27.3484 16.3325
Si 13.6353 30.0635 16.3283
Si 1.3223 1.3526 17.687
Si 4.0443 4.1158 17.687
Si 1.3072 6.8274 17.6709
Si 4.0511 9.5528 17.6768
Si 1.3114 12.2872 17.6811
Si 4.0816 15.0686 17.6739
Si 1.3185 17.8235 17.6691
Si 4.0824 20.5836 17.684
Si 1.343 23.2934 17.6932
Si 4.0824 26.0064 17.7197
Si 1.3359 28.7085 17.7395
Si 4.0677 31.4304 17.7283
Si 6.8006 1.3559 17.7142
Si 9.5038 4.0816 17.7173
Si 6.7787 6.8354 17.7084
Si 9.5114 9.5701 17.7079
Si 6.8134 12.2981 17.6718
Si 9.5416 15.054 17.665
Si 6.8377 17.8281 17.6952
Si 9.5637 20.5623 17.7324
Si 6.8152 23.3031 17.7307
Si 9.5477 26.0035 17.732
Si 6.8228 28.7075 17.7392
Si 9.5351 31.417 17.6975
Si 12.2414 1.3586 17.7063
Si 14.9654 4.085 17.6905
Si 12.2254 6.8253 17.6983
Si 14.9762 9.5429 17.6899
Si 12.2375 12.3031 17.6905
Si 14.9564 15.0588 17.6882
Si 12.2614 17.8099 17.676
Si 14.9924 20.5814 17.6855
Si 12.2693 23.2966 17.7487
Si 14.9928 25.9973 17.7334
Si 12.2577 28.7118 17.7012
Si 14.9793 31.4364 17.6997
Si 16.3407 2.7147 19.0362
Si 2.6675 32.7941 19.0749
Si 16.3309 8.1617 19.0527
Si 2.6713 5.4921 19.05
Si 16.3077 13.6499 19.0128
Si 2.6632 10.8948 19.037
Si 16.3422 19.1994 19.0234
Si 2.6923 16.4515 19.0052
Si 16.3687 24.6235 19.0863
Si 2.7188 21.9518 19.0586
Si 16.3328 30.0766 19.0803
Si 2.7119 27.3421 19.1148
Si 5.4108 2.7503 19.0399
Si 8.1776 32.7782 19.0686
Si 5.402 8.2087 19.0724
Si 8.1309 5.4614 19.0766
Si 5.4597 13.6859 19.0096
Si 8.1449 10.9415 19.0796
Si 5.4738 19.2378 19.0286
Si 8.2173 16.4436 19.0365
Si 5.444 24.6692 19.116
Si 8.1989 21.9541 19.0953
Si 5.4421 30.0677 19.1034
Si 8.1834 27.3415 19.1297
Si 10.8543 2.7021 19.0878
Si 13.5894 32.7837 19.0696
Si 10.8575 8.1931 19.0751
Si 13.5713 5.4406 19.0525
Si 10.856 13.67 19.0519
Si 13.5833 10.9029 19.0364
Si 10.939 19.1766 19.0815
Si 13.5725 16.4265 19.0575
Si 10.9083 24.6738 19.1372
Si 13.6429 21.9261 19.1054
Si 10.8783 30.0475 19.0789
Si 13.5844 27.3459 19.0936
Si 1.2735 4.1251 20.376
Si 4.0359 1.3953 20.3917
Si 1.2898 9.5209 20.4282
Si 4.0114 6.8643 20.4459
Si 1.2732 15.0662 20.3013
Si 4.0537 12.308 20.3164
Si 1.3044 20.5872 20.3649
Si 4.0668 17.8671 20.3197
Si 1.3213 25.9744 20.4675
Si 4.0651 23.3106 20.476
Si 1.2836 31.4431 20.4641
Si 4.0799 28.7086 20.4962
Si 6.7319 4.1206 20.4409
Si 9.5067 1.3231 20.4808
Si 6.748 9.5942 20.4442
Si 9.4698 6.8485 20.4497
Si 6.8542 15.051 20.3594
Si 9.5041 12.3181 20.4544
Si 6.8191 20.598 20.4434
Si 9.5789 17.7927 20.437
Si 6.789 26.0235 20.5322
Si 9.5175 23.3398 20.5018
Si 6.8394 31.4177 20.4555
Si 9.5824 28.6665 20.505
Si 12.1869 4.1056 20.4406
Si 14.9694 1.351 20.4055
Si 12.2162 9.5665 20.4343
Si 14.931 6.8088 20.4088
Si 12.1818 15.0514 20.425
Si 14.9397 12.2683 20.3833
Si 12.2946 20.5397 20.4754
Si 14.9243 17.859 20.3687
Si 12.2489 26.0317 20.5576
Si 14.9885 23.3038 20.4922
Si 12.1869 31.4448 20.4463
Si 14.9218 28.7334 20.428
Si 16.2877 0.0018 21.8248
Si 2.6569 2.7988 21.7254
Si 16.237 5.3859 21.7601
Si 2.6416 8.1861 21.8684
Si 16.2684 10.8638 21.7521
Si 2.6219 13.6546 21.5857
Si 16.2858 16.4395 21.6131
Si 2.7216 19.2591 21.6693
Si 16.3264 21.8615 21.8089
Si 2.6466 24.602 21.8881
Si 16.2872 27.3492 21.7375
Si 2.6497 30.0536 21.8168
Si 5.4603 0.0564 21.7118
Si 8.0804 2.7051 21.7744
Si 5.3455 5.4962 21.8225
Si 8.0613 8.1891 21.8266
Si 5.3829 11.0175 21.7729
Si 8.1708 13.7266 21.8379
Si 5.4626 16.4788 21.5851
Si 8.2165 19.2034 21.7492
Si 5.5053 22.0197 21.845
Si 8.1362 24.6749 21.9408
Si 5.4586 27.4073 21.9387
Si 8.1916 30.008 21.8364
Si 10.8407 32.7475 21.9026
Si 13.5702 2.7022 21.7399
Si 10.8205 5.4857 21.8293
Si 13.5796 8.1835 21.7837
Si 10.8347 10.9089 21.8278
Si 13.5111 13.5995 21.7149
Si 10.8716 16.4071 21.8913
Si 13.6421 19.1724 21.8971
Si 10.9378 21.9684 21.7867
Si 13.6816 24.7148 21.9175
Si 10.9008 27.3689 22.0254
Si 13.5252 30.0768 21.8013
Si 1.2651 1.4979 23.0963
Si 3.9838 4.1151 23.1733
Si 1.198 6.6926 23.1355
Si 3.9819 9.7515 23.2048
Si 1.2838 12.2781 22.9724
Si 3.9964 15.1191 22.7823
Si 1.25 17.8823 22.8741
Si 4.0914 20.6143 23.0746
Si 1.2394 23.1626 23.247
Si 4.0015 26.0339 23.2464
Si 1.1531 28.6939 23.128
Si 4.099 31.5086 23.028
Si 6.7245 1.4051 23.216
Si 9.3876 4.0908 23.1337
Si 6.6467 6.8721 23.2348
Si 9.3961 9.5786 23.1918
Si 6.6976 12.4352 23.155
Si 9.5148 15.0315 23.3189
Si 6.8597 17.7405 23.009
Si 9.5568 20.6173 23.1245
Si 6.7817 23.3715 23.387
Si 9.4407 26.0142 23.4049
Si 6.9285 28.7355 23.379
Si 9.473 31.3138 23.3048
Si 12.2923 1.3364 23.1667
Si 14.8553 4.02 23.1922
Si 12.2155 6.8633 23.194
Si 14.9393 9.493 23.1938
Si 12.2219 12.2464 23.2318
Si 14.8719 15.0622 22.9186
Si 12.2756 17.7608 23.2578
Si 15.0409 20.5366 23.3003
Si 12.3148 23.2828 23.2056
Si 15.0618 26.1102 23.3233
Si 12.2953 28.8007 23.3895
Si 14.8072 31.4402 23.2053
Si 16.1269 2.5194 24.5524
Si 2.8343 0.2285 24.2518
Si 16.4007 8.1576 24.5216
Si 2.4704 5.2437 24.643
Si 16.2849 13.7095 24.1037
Si 2.5407 11.1362 24.6153
Si 0.0521 19.0306 24.538
Si 2.6366 16.4988 24.0413
Si 16.3178 24.5907 24.6614
Si 2.7078 21.8079 24.5885
Si 16.196 30.0239 24.4494
Si 2.4341 27.2984 24.5877
Si 5.3177 2.8589 24.6332
Si 8.0766 32.7409 24.5338
Si 5.3833 8.4108 24.5971
Si 7.9766 5.4265 24.5598
Si 5.2357 13.9498 24.313
Si 8.0573 11.0731 24.5153
Si 5.4798 19.1483 24.2269
Si 8.0536 16.4444 24.6194
Si 5.2296 24.7256 24.7782
Si 8.2124 21.9184 24.6356
Si 5.5539 30.3249 24.4062
Si 8.141 27.3017 25.0274
Si 10.8965 2.7612 24.3356
Si 13.506 32.7606 24.7133
Si 10.7934 8.2192 24.5533
Si 13.589 5.4842 24.562
Si 10.9039 13.6345 24.7279
Si 13.6274 10.8369 24.6344
Si 10.8902 19.2494 24.4901
Si 13.6746 16.2841 24.5465
Si 10.9301 24.6123 24.5743
Si 13.6471 21.9666 24.662
Si 10.8269 30.006 24.8606
Si 13.7813 27.5334 24.7882
Si 0.5042 3.9197 26.2497
Si 4.2015 1.1899 25.8521
Si 1.5033 9.3958 25.8589
Si 3.4806 7.9731 25.9343
Si 1.1718 15.2232 25.3043
Si 3.4668 13.1894 25.672
Si 1.8042 19.9437 25.8516
Si 4.0128 17.782 25.4026
Si 1.5863 25.0053 26.369
Si 3.5378 23.5386 25.9609
Si 0.6129 31.6519 25.9037
Si 4.348 29.1239 25.8773
Si 6.3911 4.3947 26.0494
Si 9.6827 1.2422 25.5553
Si 6.7784 9.7976 25.9959
Si 9.6473 6.5455 25.7457
Si 6.1391 15.5371 25.8584
Si 9.6409 12.0165 25.9963
Si 6.8893 20.2519 25.7417
Si 9.2011 18.1899 25.7389
Si 6.1592 26.407 26.2256
Si 9.943 22.9658 26.0117
Si 6.455 31.7684 26.0121
Si 10.0128 28.1923 26.3536
Si 11.9219 4.3267 25.7528
Si 15.3669 0.7418 25.9061
Si 11.9137 9.7483 26.002
Si 15.2397 6.609 25.8987
Si 12.72 14.6144 26.0184
Si 15.048 12.4969 25.6475
Si 12.1312 20.7024 25.947
Si 15.3637 17.3135 25.8167
Si 12.3098 26.0279 25.825
Si 14.5185 23.755 26.046
Si 11.7585 31.8256 26.1
Si 15.2729 28.9541 26.2793
Si 3.6288 1.8319 31.3448
Si 15.3657 2.5286 28.4891
Si 6.1147 9.4351 31.0794
Si 16.3246 10.9917 28.002
Si 5.2796 10.9823 28.4978
Si 2.5161 11.787 29.368
Si 3.0416 14.6318 29.8663
Si 5.5385 22.045 27.8854
Si 14.798 30.6326 28.7293
Si 8.2782 2.9047 27.8925
Si 3.4072 5.9973 29.8682
Si 4.9562 6.8715 27.3743
Si 3.192 12.6961 32.1178
Si 5.3296 13.8349 28.152
Si 10.5971 17.9328 28.5525
Si 7.352 20.0323 35.2879
Si 5.957 26.4155 28.6037
Si 6.5171 30.877 29.1061
Si 8.7317 28.4594 34.3476
Si 12.0481 31.0177 29.2313
Si 2.8149 0.5839 28.6136
Si 12.7746 4.1794 28.7499
Si 13.8141 11.5859 29.8518
Si 9.479 12.7941 28.8229
Si 12.1235 14.0491 28.9244
Si 7.909 16.8711 32.0756
Si 15.5813 15.2209 32.3431
Si 13.5105 18.6874 28.0814
Si 9.3351 29.4281 29.3121
Si 2.6181 30.5032 28.0083
Si 0.0283 0.2721 29.7925
Si 7.8321 2.3576 30.551
Si 1.4053 7.8678 33.1876
Si 9.9033 11.7373 31.6079
Si 4.7144 12.6058 37.7641
Si 6.2336 15.305 37.0097
Si 4.1246 20.6551 30.1679
Si 7.1523 24.6365 30.677
Si 3.5693 21.6125 33.2023
Si 5.066 28.4589 30.5161
Si 0.0023 28.0675 31.5094
Si 7.7842 27.4124 30.5684
Si 5.4068 4.1506 30.9457
Si 9.8314 7.4489 30.2756
Si 7.9544 7.8333 27.9464
Si 11.5478 13.7636 33.0971
Si 5.1175 11.0932 33.3225
Si 9.7756 15.4162 30.1528
Si 6.41 18.8759 30.6582
Si 8.371 23.0004 28.5086
Si 8.9423 20.2256 29.7591
Si 0.5668 28.5851 28.7638
Si 2.8025 28.3185 32.8899
Si 6.0049 0.0106 31.3381
Si 10.1349 9.0091 32.878
Si 0.752 3.0432 32.3438
Si 14.4024 6.803 28.9802
Si 12.4395 9.0173 29.0917
Si 14.4394 12.4234 32.8233
Si 1.0887 16.5635 30.7347
Si 8.7481 19.1781 37.8657
Si 16.3243 23.7185 28.5377
Si 15.6404 19.243 30.3722
Si 14.056 26.3799 32.7662
Si 12.7091 32.137 31.849
Si 14.1816 28.284 34.9281
Si 0.4106 0.2403 32.8201
Si 0.547 5.8366 30.7759
Si 15.7287 4.5245 34.3595
Si 2.4415 10.5975 33.9779
Si 14.6272 15.7495 35.9269
Si 1.5164 15.824 37.8131
Si 15.0776 23.6618 31.4231
Si 1.1787 21.4736 37.0566
Si 15.178 30.5225 32.8754
Si 5.4199 24.0576 33.1756
Si 2.8936 0.5754 34.9373
Si 7.6125 31.2569 33.2192
Si 4.6854 7.4405 37.6507
Si 10.0008 4.2289 29.9479
Si 3.7152 6.3989 34.7758
Si 6.0661 17.1715 34.4897
Si 7.9101 10.62 33.105
Si 8.1649 24.5651 37.0137
Si 8.2632 19.7716 32.5172
Si 8.0973 29.632 37.0642
Si 12.7239 4.289 34.1294
Si 11.9262 1.6923 33.2913
Si 11.0973 12.4606 35.7537
Si 15.2831 7.5041 34.4029
Si 13.9223 18.4631 36.6104
Si 13.7605 11.1579 35.434
Si 12.5872 19.156 34.0688
Si 14.2154 20.9886 32.51
Si 1.3007 20.9895 28.7811
Si 15.4022 22.1996 35.2462
Si 5.1857 28.4211 36.5256
Si 0.4119 4.1156 37.1525
Si 3.2988 3.4079 35.7239
Si 1.4848 16.6413 33.5918
Si 1.9524 11.7589 36.5593
Si 2.7817 18.7043 37.4347
Si 10.9963 18.1537 36.3103
Si 3.3161 23.8029 36.749
Si 6.1504 22.295 36.6947
Si 1.4039 30.7894 37.6102
Si 3.1904 30.5321 35.0692
Si 3.9398 1.427 37.6396
Si 9.6618 1.3695 37.612
Si 5.1258 6.7511 32.1246
Si 7.2304 9.0995 38.1052
Si 3.4941 18.6645 34.5629
Si 9.068 11.5178 37.7384
Si 3.0188 25.544 34.0581
Si 9.0098 16.3706 37.3304
Si 6.7495 26.2895 35.0053
Si 13.2234 23.3242 37.3673
Si 10.2108 32.2779 33.2576
Si 11.5564 27.3832 34.1051
Si 12.3315 2.3158 36.1968
Si 14.6501 2.1908 38.2841
Si 13.8812 8.2256 36.7332
Si 12.4247 7.4099 34.3982
Si 13.4461 13.4174 37.3146
Si 12.9952 16.2094 33.2099
Si 1.1341 14.7314 35.8266
Si 11.0729 25.3575 36.5393
Si 0.9601 23.5365 33.4882
Si 8.5464 32.3426 35.6403
Si 15.2783 28.8506 37.8234
O 15.0585 0.7611 38.9892
O 0.8353 32.1522 38.3479
O 1.7284 4.0639 39.6203
O 3.1162 1.8526 38.9607
O 14.3001 3.9253 33.8381
O 0.31 5.4209 38.1583
O 15.9188 10.2697 39.7149
O 3.4981 8.1767 38.4931
O 1.2227 11.2937 37.9359
O 4.0798 13.022 39.2059
O 1.3459 13.1317 35.9691
O 0.1073 15.6546 38.6374
O 15.3105 17.7172 39.6355
O 3.8087 18.6256 36.1674
O 3.5394 18.7746 38.8806
O 1.5415 20.2323 39.9289
O 0.4281 21.9931 38.4188
O 1.5577 25.0487 33.5358
O 3.1538 24.3701 38.2684
O 1.3256 25.9773 39.2553
O 15.7041 27.6035 38.7764
O 2.6443 30.2105 38.4845
O 1.9267 30.8892 36.0524
O 5.1631 0.4799 38.2172
O 6.8876 31.5306 39.3552
O 8.85 2.3316 38.637
O 6.9445 4.1535 39.1838
O 5.1942 6.0969 38.457
O 1.6073 0.3384 33.9418
O 8.3504 7.941 38.3287
O 4.8447 6.9547 33.7145
O 5.6013 11.342 38.3096
O 5.9366 8.4587 37.3365
O 8.4627 12.7795 38.6009
O 7.0851 14.7573 39.7354
O 6.1474 21.0955 35.5713
O 5.6273 16.1696 38.2833
O 4.8146 21.1918 0.2467
O 10.8338 20.9025 0.13
O 4.7951 23.1629 36.579
O 6.2794 21.7084 38.1952
O 10.0247 23.3107 39.2956
O 7.9759 24.7538 38.6203
O 6.2574 27.9432 39.8913
O 4.5342 27.7002 37.8453
O 8.9367 28.7568 35.9521
O 8.6354 29.5181 38.6043
O 8.6671 0.9913 36.3572
O 10.1457 32.7556 38.2804
O 16.1227 2.8142 37.8672
O 11.5479 1.0775 0.1324
O 10.0636 6.3708 39.2928
O 12.1972 4.436 39.3648
O 13.9156 7.9332 38.3234
O 12.5225 7.5912 36.028
O 10.3266 10.9773 38.6128
O 12.283 9.6019 39.427
O 13.8439 12.9671 38.8244
O 14.2689 12.4353 36.3061
O 9.9738 16.0612 38.6123
O 12.2352 14.9059 39.4977
O 12.8215 18.5425 0.0413
O 14.2733 19.3892 37.9053
O 12.2289 22.2732 38.1817
O 14.2209 22.6115 36.2853
O 14.0349 24.1665 38.5191
O 11.7985 27.9608 39.7883
O 11.0973 26.246 35.1742
O 11.1211 26.2472 37.9175
O 14.1382 29.7577 38.533
O 12.3003 31.4266 39.2991
O 1.815 5.7282 29.7414
O 0.1656 3.4327 27.7953
O 5.4785 0.2472 26.311
O 4.6341 3.0179 31.7975
O 0.4723 9.6794 27.1828
O 2.8807 6.457 25.6508
O 3.9082 6.9054 28.6358
O 2.0905 4.0256 25.7701
O 1.0303 11.2173 29.1646
O 0.1661 16.1951 26.2807
O 4.3076 13.1423 27.0836
O 2.2476 14.2587 26.1375
O 2.9689 18.7759 26.2938
O 1.0903 20.4384 27.266
O 3.0193 14.2022 31.4861
O 4.99 16.7142 26.2885
O 2.1401 26.544 26.0712
O 0.7785 24.9592 27.846
O 6.8833 22.9571 27.8465
O 4.2595 22.8627 27.308
O 16.0099 29.7677 29.2911
O 15.2138 32.1437 29.2066
O 2.926 28.7685 25.1687
O 3.8995 30.0642 27.1231
O 6.8979 3.5943 27.3959
O 8.077 1.7446 29.0467
O 8.9358 2.2388 26.6017
O 10.6538 0.2291 26.417
O 7.9412 9.1895 27.0252
O 4.7028 12.5957 32.7829
O 10.8484 5.4965 26.1821
O 9.038 6.8549 27.245
O 6.4208 14.7258 27.315
O 6.6731 19.7049 32.068
O 8.7744 12.3613 27.414
O 9.3744 11.7125 30.0589
O 8.3004 23.7392 29.9582
O 5.8892 20.7168 26.9889
O 8.0155 19.1882 26.3859
O 8.9327 14.2448 29.3697
O 7.3691 27.2243 28.9865
O 5.1481 27.7582 26.2445
O 11.047 21.8245 26.5529
O 9.3556 23.6911 27.4052
O 6.612 30.9971 27.4727
O 6.4822 28.1104 31.3066
O 9.4781 28.8408 27.7864
O 6.5457 29.1688 36.9943
O 12.3863 3.7408 27.2309
O 11.1327 8.2097 29.6488
O 2.0647 31.9655 25.2285
O 16.1684 1.7438 32.6234
O 12.3862 9.0958 27.4577
O 10.7495 10.856 26.4102
O 14.8792 7.0721 27.4479
O 0.0152 5.4733 26.1284
O 10.087 17.6879 27.0342
O 12.4315 15.0215 27.6373
O 16.1225 12.1613 26.8761
O 13.9017 13.4874 26.3008
O 12.9347 19.967 27.2164
O 14.5771 17.8428 27.1733
O 2.1787 16.0189 29.6274
O 16.269 16.3525 33.3533
O 11.2048 27.0099 26.7059
O 15.2407 23.1708 27.4316
O 16.3334 28.1219 27.3014
O 12.0915 31.4811 27.684
O 14.6833 30.3003 27.1026
O 6.1356 32.3298 29.782
O 4.4863 0.488 31.8091
O 3.4175 1.583 29.7508
O 13.1451 5.7551 28.9427
O 0.0629 8.4726 33.9032
O 6.4268 7.2918 27.9645
O 2.1558 12.0597 33.238
O 3.0063 11.634 30.9021
O 14.9132 10.9485 28.8264
O 2.6388 15.1061 38.7587
O 5.6929 10.5649 26.9767
O 0.0495 15.3076 30.9626
O 5.8866 12.4692 28.9122
O 4.5642 14.7834 29.2789
O 3.5553 20.2076 34.0294
O 6.3675 23.8506 31.868
O 4.8478 22.5757 33.5999
O 0.4187 27.5369 29.997
O 5.3703 29.8596 29.7128
O 9.2604 4.0535 28.502
O 5.2346 5.4191 26.636
O 8.5024 7.98 29.4769
O 4.3433 4.6485 29.8108
O 13.7755 8.1907 29.565
O 3.6354 10.9477 28.528
O 4.0335 10.5603 34.3935
O 6.6032 11.0172 33.9866
O 7.5374 9.9788 31.6403
O 4.8564 19.1692 30.2548
O 7.5036 19.4405 29.574
O 9.7638 16.8548 29.4298
O 5.1829 21.6502 29.4333
O 10.2066 19.3607 29.2311
O 9.162 28.2775 30.4977
O 7.961 25.9443 31.2676
O 3.2465 1.279 27.2059
O 6.0378 25.0537 29.5495
O 6.3031 24.8996 34.2709
O 3.8705 28.5128 31.6429
O 3.2236 31.8063 28.8265
O 13.4018 30.1114 29.3993
O 14.8834 1.4705 27.3417
O 15.6072 6.2966 29.9726
O 6.0636 7.8373 31.3741
O 14.1392 3.3938 29.084
O 10.657 10.3301 32.0321
O 15.8248 1.7808 29.8762
O 14.4148 11.6619 31.3798
O 11.0439 12.9444 28.3933
O 15.564 13.637 32.8075
O 13.0519 13.1868 33.1601
O 6.7936 17.2981 30.9196
O 11.6043 15.3908 32.9534
O 15.0938 19.7583 31.8416
O 14.0751 15.7795 32.0611
O 12.2195 17.8118 28.5752
O 14.3275 19.0924 29.4329
O 8.0352 30.4005 29.5039
O 10.7074 30.2225 29.6464
O 15.8899 31.8705 33.4613
O 11.5442 31.482 32.7988
O 0.6851 32.5916 31.2322
O 1.1978 0.507 28.6856
O 2.9277 0.6234 36.6046
O 1.8881 3.7475 36.523
O 0.6822 3.7933 33.8042
O 0.9532 7.0168 31.8566
O 4.9883 10.1053 32.0343
O 10.7692 13.4238 34.4797
O 1.6823 10.5906 35.4249
O 5.5901 13.7865 37.0337
O 1.9793 15.3725 34.5231
O 8.0838 17.6837 37.646
O 4.6321 17.7003 33.8608
O 2.3617 13.3881 29.0569
O 3.7079 21.2412 31.6235
O 6.8163 18.515 35.0492
O 2.1639 22.4126 33.4897
O 0.0161 21.1587 35.9622
O 2.7769 20.5258 29.2792
O 2.1146 29.1557 28.8106
O 4.7643 27.3187 29.3599
O 1.3564 27.7864 32.3683
O 16.1118 29.6429 31.8828
O 1.2001 30.9433 27.2901
O 3.1747 27.162 33.9893
O 6.7356 3.5376 30.2944
O 7.1487 1.2186 31.525
O 9.9382 5.8148 30.3229
O 9.6665 7.8612 31.8399
O 8.8917 9.5271 33.833
O 3.6898 6.7008 31.3291
O 2.2551 6.8791 34.1963
O 7.968 10.3688 37.3904
O 12.5575 10.522 29.7627
O 8.7029 11.9839 32.702
O 8.9395 15.6969 31.5638
O 13.7733 19.3114 35.2085
O 8.7904 18.2065 32.4923
O 5.8826 9.8566 29.529
O 9.1066 20.5886 31.369
O 10.3655 19.0402 37.5362
O 8.286 20.4539 33.9929
O 8.9488 21.5243 28.814
O 14.5923 26.8187 34.2691
O 12.4282 26.7441 32.8318
O 8.9384 31.7498 32.3922
O 8.2179 31.2037 36.7171
O 6.3274 31.491 32.2575
O 7.8886 29.7145 33.6884
O 11.2491 8.3462 33.8319
O 11.9102 3.3169 33.0783
O 0.331 4.2853 31.3366
O 10.8559 13.0388 31.8134
O 11.5724 3.7997 29.801
O 15.1612 7.4733 36.0322
O 14.5804 11.2763 34.0006
O 13.3736 13.1375 29.4858
O 11.3777 14.97 30.0838
O 0.1816 17.8881 30.4126
O 12.7254 17.804 33.1608
O 15.0189 17.2688 36.3932
O 14.8917 21.5055 33.8839
O 15.4555 24.0995 29.887
O 0.1823 20.4104 29.7926
O 1.0799 22.6017 28.8313
O 14.1495 22.2874 31.4977
O 14.2757 24.8341 32.2685
O 13.3547 24.8936 26.5753
O 12.211 32.2582 30.2944
O 13.9352 31.0985 32.0001
O 12.9981 0.8695 32.3564
O 14.782 29.5768 34.1383
O 2.1764 2.3286 31.9329
O 3.803 32.0162 34.6371
O 15.6994 6.0493 33.8254
O 2.1988 9.2989 32.9946
O 15.7869 4.5018 35.9572
O 3.5475 12.0421 36.7859
O 15.9303 14.8897 35.5379
O 1.8341 17.3853 37.4771
O 2.0299 16.8126 32.0589
O 1.9872 18.0393 34.2956
O 2.2038 22.6289 36.5214
O 16.3269 23.4668 34.7615
O 3.2134 24.9663 35.5853
O 1.9401 20.0662 37.2202
O 14.6974 28.242 36.4477
O 0.1799 29.7432 37.5344
O 4.0917 24.9747 32.9452
O 4.2484 29.5726 35.8508
O 3.2722 2.1645 34.6081
O 4.3706 2.8241 36.8516
O 7.373 32.2763 34.4904
O 12.5512 28.4347 34.8686
O 3.7726 4.76 34.9354
O 5.8827 5.3207 31.9643
O 9.2155 3.1798 30.9886
O 9.6501 11.9637 36.2772
O 4.0262 7.0392 36.2202
O 7.0207 16.4248 33.3802
O 5.7629 16.0777 35.6507
O 7.8981 15.2263 36.9693
O 10.0303 16.8273 36.0931
O 7.4511 23.2312 36.4274
O 7.4652 25.8912 36.3992
O 9.7082 24.4774 36.5251
O 7.818 27.1267 34.0935
O 10.1948 28.1868 33.6507
O 2.7125 29.739 33.7095
O 12.3757 3.8769 35.6752
O 10.9879 2.1497 37.0813
O 12.2923 1.3718 34.8571
O 10.432 1.0804 32.9823
O 6.7776 9.5383 39.632
O 12.1173 11.2656 35.2443
O 12.2633 5.8416 33.9408
O 13.8435 7.9577 33.7668
O 11.8473 13.2592 36.9702
O 13.8488 14.9699 37.114
O 14.0401 9.801 36.2853
O 13.5997 15.7931 34.6577
O 8.2454 20.1287 36.6362
O 12.4783 17.7035 36.8107
O 12.7456 20.3927 32.9965
O 14.9933 27.2782 31.7751
O 12.3416 24.3512 36.4595
O 11.1701 19.0273 34.9104
O 0.1159 23.3368 32.1181
O 9.9514 31.9895 34.8474
O 5.5133 27.2776 35.3997
O 13.6895 1.9112 36.988
Si 0.0464 0.0059 5.3501
Si 2.7492 2.7533 5.3157
Si 0.0906 5.4871 5.3572
Si 2.7759 8.2353 5.3403
Si 0.0564 10.9089 5.3953
Si 2.7656 13.6565 5.4758
Si 0.0481 16.3501 5.3917
Si 2.8038 19.1249 5.4229
Si 0.0722 21.8149 5.4419
Si 2.8258 24.5863 5.3883
Si 0.0471 27.3222 5.3707
Si 2.7735 30.0474 5.3569
Si 5.4869 0.0042 5.3424
Si 8.2291 2.7262 5.4259
Si 5.4759 5.4681 5.3946
Si 8.2174 8.1649 5.4608
Si 5.514 10.8882 5.4422
Si 8.2441 13.6055 5.4633
Si 5.5488 16.3569 5.4855
Si 8.2995 19.0888 5.4668
Si 5.5752 21.8551 5.3662
Si 8.2578 24.6128 5.3744
Si 5.5698 27.305 5.3133
Si 8.2526 30.0719 5.3388
Si 10.9883 32.7928 5.3502
Si 13.6905 2.777 5.3983
Si 10.9945 5.4734 5.4597
Si 13.7512 8.2126 5.4351
Si 11.0084 10.8647 5.4753
Si 13.7378 13.6145 5.4186
Si 10.9907 16.3283 5.4798
Si 13.7143 19.0956 5.4294
Si 11.0581 21.8032 5.4177
Si 13.752 24.5694 5.3855
Si 10.9941 27.3441 5.3796
Si 13.7035 30.0988 5.3393
Si 1.4001 1.3825 6.7139
Si 4.0995 4.0945 6.7345
Si 1.4266 6.8564 6.7364
Si 4.1123 9.5538 6.7874
Si 1.3894 12.2756 6.798
Si 4.1381 15.0178 6.8293
Si 1.41 17.7437 6.7655
Si 4.1742 20.5165 6.7561
Si 1.4433 23.2232 6.7604
Si 4.1818 25.98 6.7263
Si 1.4071 28.6947 6.7347
Si 4.1304 31.4325 6.714
Si 6.8371 1.3559 6.7489
Si 9.5989 4.092 6.786
Si 6.8343 6.8054 6.7985
Si 9.5991 9.5273 6.8191
Si 6.8544 12.2658 6.8225
Si 9.6043 14.9804 6.8313
Si 6.8984 17.7491 6.8251
Si 9.6568 20.4829 6.7986
Si 6.9018 23.2384 6.7531
Si 9.6157 25.9832 6.7438
Si 6.8831 28.7029 6.7069
Si 9.6095 31.4354 6.7247
Si 12.328 1.3711 6.7385
Si 15.0942 4.1297 6.7384
Si 12.3634 6.8486 6.7973
Si 15.0979 9.5723 6.7973
Si 12.3554 12.2763 6.8076
Si 15.0824 15.0059 6.7865
Si 12.3473 17.7383 6.8064
Si 15.081 20.4696 6.793
Si 12.3795 23.2192 6.7716
Si 15.0922 25.9602 6.7489
Si 12.3493 28.7279 6.7304
Si 15.0732 31.4516 6.7218
Si 0.0289 2.7324 8.1014
Si 2.7561 32.8027 8.082
Si 0.0476 8.1853 8.1417
Si 2.7511 5.4637 8.1186
Si 0.031 13.6473 8.1665
Si 2.7522 10.9162 8.1647
Si 0.046 19.1074 8.1489
Si 2.7649 16.4005 8.1628
Si 0.0587 24.5963 8.114
Si 2.7947 21.864 8.1358
Si 0.0263 30.0678 8.0885
Si 2.7856 27.3338 8.0934
Si 5.4637 2.724 8.1088
Si 8.2196 32.7892 8.0973
Si 5.4685 8.1797 8.1547
Si 8.2126 5.4419 8.149
Si 5.4897 13.6407 8.1834
Si 8.2283 10.9045 8.1747
Si 5.5125 19.1414 8.1462
Si 8.2449 16.3724 8.1853
Si 5.5178 24.6035 8.1119
Si 8.2625 21.8703 8.1269
Si 5.4977 30.0619 8.0802
Si 8.238 27.3487 8.1013
Si 10.958 2.7122 8.131
Si 13.6972 0.0014 8.0997
Si 10.9688 8.1733 8.1739
Si 13.7185 5.4609 8.1369
Si 10.9799 13.6301 8.1825
Si 13.7151 10.9169 8.1725
Si 10.9899 19.1124 8.1745
Si 13.7155 16.3746 8.1617
Si 10.9787 24.6006 8.1049
Si 13.7261 21.8578 8.1507
Si 10.9659 30.0736 8.1053
Si 13.7058 27.3405 8.0949
Si 1.3793 4.0949 9.4856
Si 4.1032 1.3551 9.4767
Si 1.3836 9.5536 9.528
Si 4.1019 6.8137 9.5139
Si 1.3885 15.0336 9.5238
Si 4.1062 12.2868 9.5361
Si 1.4052 20.5045 9.4994
Si 4.1274 17.7848 9.5151
Si 1.4096 25.9814 9.4737
Si 4.1412 23.2536 9.4938
Si 1.3841 31.4408 9.4582
Si 4.1274 28.7131 9.4657
Si 6.8291 4.0761 9.495
Si 9.5727 1.3493 9.4822
Si 6.8373 9.5461 9.5228
Si 9.5777 6.8087 9.5154
Si 6.8495 15.0241 9.5381
Si 9.5875 12.2806 9.5371
Si 6.8751 20.5212 9.5011
Si 9.5998 17.7637 9.5326
Si 6.8672 25.9863 9.4766
Si 9.6078 23.2527 9.4897
Si 6.8473 31.4283 9.466
Si 9.5926 28.7142 9.4765
Si 12.3259 4.089 9.4872
Si 15.0567 1.3672 9.4718
Si 12.3261 9.5552 9.5267
Si 15.0672 6.8277 9.5086
Si 12.3316 15.0254 9.5317
Si 15.0594 12.2958 9.5381
Si 12.343 20.5076 9.5185
Si 15.0685 17.7601 9.5227
Si 12.3314 25.9818 9.4702
Si 15.083 23.2479 9.4948
Si 12.3243 31.4431 9.474
Si 15.0605 28.7105 9.4679
Si 0.01 32.7947 10.8395
Si 2.7328 2.715 10.8529
Si 0.009 5.445 10.8701
Si 2.7373 8.178 10.8874
Si 0.0112 10.9185 10.8954
Si 2.7414 13.665 10.8955
Si 0.022 16.3984 10.895
Si 2.7583 19.1482 10.8843
Si 0.0332 21.878 10.8653
Si 2.7609 24.6181 10.8554
Si 0.0238 27.3441 10.8372
Si 2.745 30.0729 10.8332
Si 5.4704 32.7894 10.8405
Si 8.1967 2.7073 10.8551
Si 5.4638 5.439 10.8702
Si 8.2019 8.1731 10.8785
Si 5.4706 10.9164 10.8909
Si 8.2133 13.6553 10.8954
Si 5.4788 16.41 10.8877
Si 8.2236 19.1484 10.8769
Si 5.4996 21.8885 10.8658
Si 8.2269 24.619 10.8489
Si 5.4842 27.347 10.8417
Si 8.2091 30.0685 10.8439
Si 10.9399 32.7914 10.848
Si 13.6787 2.7149 10.8527
Si 10.9433 5.4365 10.8667
Si 13.6828 8.1786 10.8812
Si 10.9473 10.911 10.894
Si 13.686 13.6597 10.9
Si 10.9594 16.3977 10.8934
Si 13.6992 19.1389 10.8823
Si 10.9617 21.8846 10.864
Si 13.6941 24.6175 10.8459
Si 10.9546 27.3423 10.8421
Si 13.6834 30.0687 10.8412
Si 1.3606 1.3533 12.2235
Si 4.0883 4.0775 12.2328
Si 1.3581 6.8148 12.2438
Si 4.0925 9.5557 12.2496
Si 1.3629 12.3019 12.2566
Si 4.0988 15.0494 12.2541
Si 1.3783 17.7867 12.251
Si 4.1188 20.5347 12.2385
Si 1.3826 23.2645 12.2284
Si 4.1123 25.9959 12.2226
Si 1.3755 28.7154 12.2129
Si 4.0967 31.4355 12.2173
Si 6.8235 1.3484 12.2243
Si 9.5564 4.078 12.2259
Si 6.8226 6.8115 12.2364
Si 9.5594 9.5481 12.244
Si 6.8277 12.2968 12.2518
Si 9.57 15.0425 12.2491
Si 6.8399 17.7946 12.2437
Si 9.5808 20.5328 12.2343
Si 6.8535 23.2685 12.229
Si 9.5806 25.9891 12.2194
Si 6.8356 28.7138 12.2185
Si 9.5641 31.4343 12.2191
Si 12.2967 1.3562 12.2182
Si 15.0278 4.0838 12.2294
Si 12.2939 6.8149 12.2352
Si 15.0295 9.556 12.2505
Si 12.3006 12.2951 12.2509
Si 15.0414 15.0422 12.258
Si 12.3128 17.7882 12.2467
Si 15.0522 20.5274 12.2376
Si 12.317 23.2649 12.2239
Si 15.048 25.9924 12.2147
Si 12.3091 28.7113 12.2161
Si 15.0399 31.4353 12.2149
Si 16.3836 2.7099 13.5939
Si 2.7218 32.7902 13.5965
Si 16.3826 8.1764 13.607
Si 2.7153 5.4396 13.6018
Si 16.3918 13.6662 13.6237
Si 2.7214 10.9259 13.6128
Si 0.0041 19.1601 13.609
Si 2.7313 16.4185 13.6259
Si 0.0024 24.6307 13.5926
Si 2.7442 21.9042 13.6007
Si 16.3982 30.0663 13.5892
Si 2.7334 27.3542 13.5942
Si 5.4511 2.7094 13.5984
Si 8.1843 32.7863 13.5944
Si 5.4533 8.1794 13.602
Si 8.1828 5.4408 13.5987
Si 5.4586 13.6737 13.6137
Si 8.1868 10.9179 13.6055
Si 5.477 19.1706 13.6128
Si 8.2002 16.4228 13.6058
Si 5.4771 24.6349 13.5929
Si 8.2132 21.9041 13.6019
Si 5.4561 30.0694 13.5918
Si 8.1987 27.3466 13.5853
Si 10.9151 2.7085 13.5918
Si 13.6561 32.7896 13.5839
Si 10.9152 8.1738 13.6064
Si 13.6459 5.4393 13.5989
Si 10.9258 13.6656 13.6053
Si 13.6514 10.9191 13.6138
Si 10.9402 19.1671 13.6024
Si 13.6669 16.417 13.6113
Si 10.9389 24.624 13.5944
Si 13.674 21.8999 13.5968
Si 10.9258 30.0658 13.5852
Si 13.6691 27.3454 13.5906
Si 1.3333 4.0816 14.9638
Si 4.0788 1.353 14.9728
Si 1.3359 9.5583 14.9616
Si 4.0729 6.8194 14.9582
Si 1.3441 15.051 14.9842
Si 4.0795 12.3061 14.9733
Si 1.3596 20.5489 14.9632
Si 4.095 17.8109 14.9762
Si 1.3538 26.0037 14.9693
Si 4.0991 23.2863 14.9634
Si 1.3489 31.429 14.971
Si 4.0902 28.7155 14.9762
Si 6.8056 4.0847 14.968
Si 9.5411 1.3509 14.9643
Si 6.8084 9.5555 14.9662
Si 9.5311 6.8171 14.9721
Si 6.8212 15.0597 14.9665
Si 9.5461 12.2994 14.9586
Si 6.8378 20.5539 14.9762
Si 9.5584 17.8094 14.9627
Si 6.8318 25.9992 14.9712
Si 9.5658 23.2756 14.978
Si 6.8103 31.4315 14.9716
Si 9.5501 28.7116 14.9581
Si 12.2612 4.0843 14.9649
Si 15.0033 1.354 14.9605
Si 12.2668 9.555 14.9704
Si 14.9974 6.8146 14.9643
Si 12.2802 15.0506 14.9586
Si 15.0026 12.3006 14.976
Si 12.2898 20.5521 14.9693
Si 15.0177 17.8048 14.9695
Si 12.2911 25.9933 14.9682
Si 15.0226 23.2812 14.965
Si 12.2817 31.4331 14.9559
Si 15.0249 28.7107 14.9675

Results
total energy: -236498.576 eV
total energy less fixed offsets of O -438.35, Si -107.03 eV per atom: 9.124 eV

Forces (eV/angstrom), in the order of the atoms: element, x, y, z
Si 0.357 -0.1751 0.2607
Si 0.135 -0.009 -0.0772
Si -0.0731 -0.0017 -0.2923
Si 0.3444 -0.2472 0.0024
Si -0.0323 0.4914 -0.1852
Si 0.2557 -0.1429 0.2407
Si -0.25 0.1944 0.4074
Si -0.192 -0.3559 -0.2847
Si 0.0803 0.2056 -0.1386
Si -0.0828 -0.326 0.1068
Si -0.0031 0.1326 -0.2492
Si -0.1559 0.2339 -0.0757
Si 0.1007 0.0011 -0.0779
Si 0.0152 -0.0451 -0.0983
Si 0.0552 -0.1132 0.0747
Si -0.0048 0.0281 0.1821
Si 0.1464 -0.1546 0.0984
Si 0.0309 -0.1675 -0.0043
Si 0.0846 0.2452 -0.2627
Si -0.3008 -0.0177 -0.0207
Si -0.0631 0.2889 -0.1673
Si -0.2553 0.1652 -0.115
Si -0.1598 -0.4478 -0.2198
Si 0.3051 0.1039 0.0959
Si -0.1239 -0.1426 0.2948
Si -0.5026 0.5332 -0.0601
Si -0.1433 0.1926 -0.0162
Si -0.0667 -0.1722 -0.5392
Si -0.0915 -0.1073 -0.1895
Si -0.0212 -0.1683 -0.2074
Si -0.1686 -0.0218 -0.1641
Si -0.2337 0.1577 -0.2754
Si -0.0388 -0.0691 0.1897
Si 0.5238 -0.0819 -0.098
Si -0.4909 -0.0134 -0.3655
Si 0.2188 0.1831 0.0065
Si -0.1149 -0.2031 -0.2437
Si 0.2364 -0.0124 -0.2216
Si -0.0657 -0.2293 0.1095
Si 0.1805 0.0344 0.0533
Si 0.0219 -0.1812 -0.0251
Si 0.0911 0.0602 -0.0718
Si -0.0553 0.1282 -0.3438
Si -0.2252 0.3734 -0.0877
Si 0.0197 0.1823 -0.3563
Si -0.0571 0.2503 -0.1841
Si -0.1991 -0.2033 -0.2119
Si 0.1071 0.0511 -0.0102
Si 0.0154 -0.1203 -0.1838
Si 0.0303 -0.2162 -0.2042
Si 0.0806 -0.104 -0.2358
Si 0.0904 -0.0389 -0.2638
Si -0.1303 0.0203 -0.1638
Si -0.2251 0.0701 -0.0872
Si -0.268 -0.2045 0.0426
Si -0.0641 0.1215 -0.2077
Si 0.0748 -0.0558 -0.1901
Si 0.1375 0.0807 -0.1753
Si 0.0782 0.1287 -0.1447
Si -0.1565 -0.0054 -0.151
Si -0.2347 -0.2471 0.0146
Si 0.4481 0.1387 0.2656
Si 0.1262 -0.0235 -0.055
Si -0.0641 0.1686 -0.0457
Si 0.0366 0.0398 -0.0563
Si -0.0785 0.0721 0.0869
Si 0.0345 0.107 -0.1428
Si 0.097 0.0827 0.0323
Si -0.3091 0.1797 -0.321
Si 0.117 0.1776 -0.139
Si -0.1282 0.1775 -0.1255
Si -0.0478 -0.1467 -0.0917
Si -0.1382 -0.0362 0.044
Si 0.1075 -0.1007 -0.0203
Si 0.2133 -0.0453 0.0307
Si -0.0019 -0.0412 0.1333
Si 0.0239 0.0677 0.0323
Si 0.0512 0.0659 0.0622
Si -0.0421 0.0644 0.2364
Si -0.055 0.0693 0.1746
Si -0.0309 -0.0771 -0.0649
Si -0.1141 0.0943 0.1837
Si -0.0428 0.062 -0.1568
Si 0.0741 0.0673 -0.0659
Si 0.0728 -0.0428 0.0939
Si 0.0599 -0.0987 -0.0306
Si 0.2028 -0.071 -0.096
Si -0.0345 -0.0719 0.174
Si 0.0687 -0.0408 0.2061
Si 0.1445 -0.1385 0.0637
Si 0.1392 0.0414 -0.082
Si -0.0788 0.0491 0.0915
Si -0.129 0.0623 -0.1768
Si 0.0222 0.0068 0.0281
Si -0.1223 -0.0152 -0.0308
Si -0.021 -0.0984 0.0021
Si 0.1682 -0.1933 0.1176
Si 0.0962 0.0816 -0.0369
Si 0.0833 0.0577 0.1968
Si 0.1601 -0.2597 0.1012
Si 0.0293 -0.0032 0.287
Si 0.0448 -0.0751 0.1898
Si -0.0126 -0.0338 0.2264
Si -0.1061 0.1195 0.1297
Si -0.105 0.1109 0.0948
Si 0.0957 -0.1434 -0.0034
Si -0.0322 -0.1153 0.0944
Si -0.1176 -0.0437 -0.0345
Si -0.0113 0.0418 -0.1444
Si 0.0021 0.0508 0.0229
Si -0.0542 0.0376 -0.1391
Si -0.0982 -0.0479 -0.1018
Si 0.1223 -0.0818 -0.0223
Si 0.0054 -0.0176 -0.148
Si -0.084 -0.0922 -0.2668
Si -0.118 0.0429 0.0198
Si 0.0429 0.0498 -0.0772
Si -0.0373 -0.0996 -0.1479
Si 0.0215 0.0181 -0.0224
Si -0.015 0.0204 -0.1394
Si 0.1086 -0.022 -0.0812
Si 0.0017 -0.0062 -0.0674
Si -0.038 0.0755 -0.0972
Si -0.0193 0.0345 -0.0702
Si -0.0334 0.0189 -0.2241
Si 0.0289 0.1022 -0.0767
Si 0.1695 -0.0959 -0.1165
Si -0.0999 -0.0466 -0.174
Si 0.0336 0.0288 -0.0842
Si -0.0303 0.042 -0.134
Si 0.0585 -0.0691 -0.0749
Si 0.0689 0.1232 -0.038
Si 0.1385 0.0528 -0.1135
Si -0.0488 0.031 -0.0657
Si -0.0512 -0.0992 -0.1164
Si -0.1322 -0.0453 -0.0057
Si 0.0214 0.0402 -0.057
Si -0.0183 -0.0419 -0.0212
Si -0.0414 0.0625 -0.1355
Si 0.009 0.0694 -0.2681
Si -0.0364 -0.0617 -0.184
Si 0.0462 0.0318 -0.031
Si 0.0977 0.0125 -0.1671
Si 0.0087 0.0406 0.0192
Si 0.0009 0.0259 -0.0057
Si -0.0056 0.0069 -0.0037
Si 0.0123 0.0076 0.0032
Si 0.0024 0.0192 -0.0049
Si 0.0137 0.0236 -0.009
Si 0.0082 0.0018 -0.0088
Si 0.018 0.012 -0.0115
Si -0.0052 0.0044 -0.0065
Si -0.0057 -0.0168 -0.0046
Si -0.0193 0.0047 -0.0041
Si 0.0107 0.0086 0.0114
Si 0.0077 0.0106 0.0012
Si -0.0154 0.0141 0.0064
Si 0.0128 0.0152 -0.0032
Si -0.0306 0.0166 0.0003
Si -0.0129 0.009 0.0015
Si 0.0106 0.0135 -0.0059
Si -0.0079 0.0221 -0.0054
Si -0.0506 0.002 -0.0171
Si -0.0135 -0.0159 0.0009
Si -0.0444 0.0139 -0.0133
Si 0.0019 -0.0073 0.001
Si -0.0151 -0.0063 0.0069
Si -0.0055 0.028 0.0013
Si 0.0112 -0.0047 0.0082
Si 0.003 0.0129 -0.0045
Si 0.0116 0.0247 0.0019
Si 0.012 0.007 -0.0003
Si -0.0214 0.0248 0.0049
Si -0.0207 0.0415 -0.0055
Si 0.0006 0.0047 -0.0075
Si -0.0007 -0.0121 -0.0018
Si -0.0065 -0.0019 0.0048
Si 0.0146 0.0169 0.018
Si -0.0238 0.0465 -0.001
Si 0.0148 0.0091 -0.0038
Si -0.0253 0.0002 -0.0069
Si 0.0373 -0.0312 -0.0013
Si 0.0092 -0.004 0.0045
Si -0.039 -0.0259 0.0023
Si -0.0058 -0.0023 0.0094
Si 0.0479 0.0278 -0.0079
Si -0.0099 -0.0279 -0.0045
Si 0.0279 -0.0352 -0.0141
Si 0.0519 0.025 -0.0147
Si 0.0021 -0.0081 -0.0062
Si -0.0032 0.0266 0.0125
Si -0.0044 -0.0111 0.0057
Si -0.0135 -0.0032 0.0113
Si -0.0267 -0.028 -0.0088
Si 0.0128 0.0024 0.0105
Si 0.0326 0.0137 -0.0002
Si -0.0316 0.0178 -0.0088
Si -0.0068 -0.0162 -0.0182
Si 0.0152 -0.0061 0.0097
Si -0.011 -0.0019 0.011
Si -0.0006 -0.0402 0.0175
Si 0.0195 -0.001 -0.0131
Si 0.0002 0.0168 0.0084
Si -0.014 0.0177 -0.0259
Si -0.0007 -0.0111 -0.009
Si -0.003 -0.0079 0.0016
Si -0.0052 -0.0403 -0.0084
Si -0.0131 -0.0051 0.0142
Si 0.0243 -0.0086 0.0157
Si 0.0264 -0.0314 0.0106
Si -0.0157 -0.0207 -0.0104
Si 0.0492 -0.0044 -0.0041
Si -0.0006 -0.0612 0.0117
Si -0.0121 -0.0392 0.0025
Si -0.004 -0.0352 -0.0221
Si 0.0138 -0.0122 0.0026
Si 0.0384 -0.0584 -0.0009
Si 0.0073 0.0228 0.0236
Si 0.0726 -0.0037 0.0131
Si -0.0681 0.0193 0.0121
Si 0.0215 0.0472 -0.0282
Si 0.0403 0.0103 0.0264
Si 0.0159 -0.0216 0.0119
Si 0.018 -0.0093 -0.0172
Si 0.0143 -0.0153 0.002
Si -0.0504 0.0075 0.0201
Si 0.0243 0.0423 0.0141
Si 0.0643 -0.0245 0.0103
Si -0.0704 0.0392 -0.0008
Si 0.055 -0.0497 0.0089
Si -0.0247 0.0025 0.0142
Si 0.004 0.0057 0.0269
Si -0.0563 -0.0079 -0.0104
Si -0.0085 0.0141 0.0302
Si -0.1078 0.0241 -0.0181
Si -0.0157 -0.022 -0.0067
Si -0.0649 0.0388 -0.0079
Si -0.0093 -0.0272 -0.0215
Si -0.0458 0.0138 0.0172
Si -0.0099 -0.0161 0.025
Si 0.0309 0.0306 0.0236
Si 0.0062 0.032 0.0163
Si -0.0248 -0.0041 -0.0035
Si 0.0123 0.0562 0.0137
Si -0.0277 0.0914 -0.0159
Si 0.0096 0.0453 -0.0301
Si 0.0338 -0.0622 0.0157
Si -0.0134 0.053 0.0205
Si -0.0471 0.024 0.0015
Si -0.017 0.0109 0.0028
Si 0.0099 0.033 0.0024
Si -0.0241 0.0805 -0.0314
Si 0.0198 -0.0243 -0.0355
Si 0.0209 0.0028 0.0193
Si -0.0221 -0.0375 0.047
Si 0.0274 0.0555 0.0003
Si -0.0613 -0.0395 -0.0676
Si 0.094 0.0554 -0.0393
Si 0.0676 -0.007 -0.0034
Si 0.0766 0.0199 -0.0598
Si 0.0217 -0.0345 -0.0073
Si 0.0222 -0.0045 0.0237
Si -0.028 -0.0739 0.0026
Si -0.0488 0.0893 -0.0158
Si 0.0064 -0.0212 0.0802
Si -0.0723 0.0149 0.0368
Si -0.0072 -0.0257 0.0667
Si 0.017 0.0012 0.0468
Si -0.029 0.0224 -0.014
Si 0.0138 -0.0321 0.0828
Si 0.0148 0.0044 0.0649
Si -0.0041 0.044 0.0443
Si 0.0143 -0.0422 0.0047
Si 0.0058 -0.0646 0.0363
Si -0.0235 0.041 0.0012
Si -0.0109 0.0588 0.0518
Si -0.0382 -0.059 0.0301
Si -0.0004 0.081 -0.0109
Si 0.0046 0.0094 0.0827
Si -0.0821 -0.084 0.0193
Si -0.0214 -0.0931 0.0284
Si 0.0106 -0.0121 0.0498
Si -0.0417 0.0081 0.0436
Si 0.055 -0.0205 -0.0031
Si 0.0558 -0.0142 0.0936
Si 0.0219 0.0239 0.0724
Si 0.0091 -0.0266 -0.0001
Si -0.0177 -0.0402 0.0005
Si 0.0145 -0.0178 0.3442
Si -0.011 -0.0226 0.0545
Si -0.003 -0.0284 0.1496
Si 0.0385 0.0042 0.2353
Si 0.0389 0.0203 -0.0144
Si 0.1737 -0.082 0.049
Si -0.0205 0.1005 0.037
Si -0.1594 0.0873 0.0196
Si 0.0933 0.0483 0.0045
Si -0.0075 0.0345 0.1761
Si -0.1081 0.1095 0.0616
Si 0.1277 -0.0155 0.1845
Si -0.0467 0.0657 0.1274
Si 0.0123 0.0203 0.0333
Si -0.0002 -0.0529 0.0277
Si -0.022 0.0252 0.0567
Si -0.317 0.0876 -0.0608
Si -0.0547 0.0084 -0.0406
Si 0.0049 -0.0292 -0.0068
Si 0.0656 -0.0381 0.0371
Si -0.1286 -0.0487 0.0102
Si 0.0152 0.135 0.0057
Si 0.0078 -0.011 0.2618
Si 0.071 -0.0041 0.0677
Si 0.0458 -0.1048 0.1313
Si 0.0213 -0.0618 0.0391
Si -0.0534 -0.0033 0.0867
Si -0.0269 -0.1035 0.031
Si -0.018 0.0682 0.1016
Si -0.065 0.0702 0.0809
Si 0.0163 0.0317 -0.0075
Si -0.0205 -0.0112 0.0442
Si -0.0179 0.0056 0.0557
Si -0.003 -0.125 0.0295
Si -0.0555 0.0393 0.1168
Si 0.0363 0.0293 0.1107
Si 0.0537 -0.0976 -0.2448
Si -0.0726 0.1234 0.2612
Si 0.2172 -0.229 0.1279
Si 0.3884 -0.0006 -0.0234
Si 0.0692 -0.0626 -0.034
Si 0.0393 0.0891 -0.1847
Si -0.0779 0.0773 -0.1101
Si -0.0486 0.09 -0.1297
Si -0.0469 -0.024 0.0237
Si -0.2337 0.0686 0.1365
Si 0.2446 -0.348 -0.1585
Si -0.1286 0.0081 -0.4867
Si -0.1676 0.0428 0.2162
Si -0.0651 0.1403 -0.1282
Si 0.0415 0.1279 -0.0139
Si 0.0354 0.0803 -0.044
Si -0.0811 0.0507 0.0844
Si 0.007 0.0418 0.1912
Si -0.0488 -0.044 -0.0808
Si -0.1272 0.0404 -0.0505
Si -0.2275 -0.0619 0.1297
Si -0.1166 -0.0748 -0.1258
Si -0.042 -0.2599 -0.1473
Si 0.1031 -0.1028 -0.1159
Si 0.2027 0.0145 -0.1983
Si 0.0946 -0.0166 -0.1538
Si -0.021 0.0416 -0.0924
Si 0.1686 0.1033 0.1101
Si 0.0511 0.0467 0.1585
Si -0.1424 0.0825 -0.0988
Si -0.0159 -0.0276 0.0543
Si -0.0325 -0.0183 0.1609
Si -0.0982 -0.0584 -0.1734
Si 0.0847 0.0776 -0.0524
Si 0.0676 0.0503 -0.0527
Si 0.0408 -0.0337 -0.1957
Si 0.0091 0.1544 0.0133
Si 0.3392 -0.0998 -0.1441
Si -0.2579 -0.0664 -0.0925
Si 0.2328 0.0091 -0.3372
Si -0.0073 0.1367 0.3293
Si 0.2736 0.4266 0.2337
Si -0.0546 -0.0661 0.1616
Si -0.0405 0.04 0.2591
Si 0.11 -0.1201 0.2617
Si -0.1621 -0.2035 0.051
Si -0.0574 0.3359 0.1818
Si 0.0024 0.1822 -0.0264
Si 0.2554 -0.2364 -0.1026
Si 0.025 0.1824 0.336
Si -0.2239 0.4327 -0.5584
Si 0.1612 0.0105 0.1549
Si -0.0575 0.0391 0.2522
Si 0.1548 -0.0711 0.1791
Si -0.0458 0.0383 0.3493
Si -0.1865 0.0933 0.2581
Si 0.1661 -0.0705 -0.2417
Si 0.105 -0.0811 0.3527
Si 0.1595 0.1105 0.2196
Si 0.1575 -0.0809 -0.1142
Si 0.0358 0.112 0.138
Si -0.1513 -0.1575 0.0472
Si 0.0821 0.1206 0.1645
Si -0.0054 0.0939 0.1503
Si 0.1311 -0.0861 0.326
Si -0.0472 0.215 0.2113
Si -0.0334 0.0764 0.2339
Si -0.0815 -0.0458 0.1888
Si -0.0539 -0.2557 0.1948
Si -0.112 0.1124 0.252
Si 0.0818 -0.146 0.0691
Si -0.0622 -0.0463 0.4308
Si 0.1804 -0.3131 -0.0274
Si 0.0242 0.3024 -0.1441
Si -0.2795 0.1365 0.122
Si 0.905 -0.3407 0.302
Si -0.1674 0.0877 0.4796
Si -0.174 -0.1786 0.1699
Si 0.2203 -0.1601 0.2703
Si 0.0312 0.0094 0.4105
Si -0.4749 0.0586 -0.2635
Si 0.0751 -0.2404 -0.0109
Si 0.22 -0.1622 -0.1241
Si -0.0421 0.2474 -0.2199
Si -0.0148 -0.2224 -0.3295
Si -0.1982 0.1396 0.0221
Si -0.0421 -0.0682 -0.1581
Si 0.0846 -0.1873 0.1493
Si -0.0537 0.0761 0.2211
Si -0.2235 0.1151 -0.1145
Si 0.1543 -0.038 0.1399
Si -0.0248 -0.0128 0.3762
Si -0.1934 0.175 -0.208
Si -0.0785 0.0653 -0.1318
Si 0.3101 -0.0268 -0.1515
Si -0.0176 -0.0638 -0.0003
Si 0.1793 0.0431 0.4327
Si -0.1789 0.1254 0.0896
Si 0.0836 -0.0611 0.1477
Si 0.0005 0.0955 0.2463
Si -0.1348 0.2138 0.3328
Si -0.151 -0.0903 -0.022
Si 0.0459 -0.0902 -0.0058
Si 0.316 -0.2025 0.0555
Si 0.006 -0.0894 0
Si -0.0813 -0.0372 0.0577
Si 0.0046 0.046 0.2985
Si -0.1759 -0.6198 -0.6456
Si 0.0672 0.0692 0.1377
Si 0.0372 0.0882 0.2462
Si -0.0653 -0.0052 0.1916
Si -0.203 0.164 0.3126
Si 0.2196 0.0205 0.2272
Si 0.1156 0.2986 0.449
Si -0.1582 0.2515 0.241
Si -0.0395 -0.3053 0.2249
Si -0.0071 -0.1511 0.359
Si 0.2366 -0.2427 0.2929
Si 0.0699 -0.2086 0.2306
Si -0.3276 0.4435 0.3566
Si 0.0642 0.2782 0.0458
Si -0.2026 0.1217 0.2933
Si -0.2377 0.0342 0.3639
Si 0.013 -0.1232 -0.2218
Si 0.3508 0.0085 0.8989
Si -0.0853 0.1428 0.2383
Si -0.0707 0.0596 -0.1084
Si -0.1425 0.1702 0.2079
Si 0.3347 0.0557 0.2697
Si -0.2355 0.0988 0.3303
Si -0.1283 0.0579 0.4187
Si -0.0258 0.0259 0.3388
Si -0.0801 0.0047 0.2717
Si 0.0093 -0.0164 0.0213
Si -0.0606 -0.1372 -0.0718
Si 0.0193 0.0108 0.0705
Si -0.0222 -0.0588 0.3023
Si -0.0868 0.1576 0.094
Si 0.2055 -0.0206 0.5005
Si -0.0195 -0.1079 0.3996
Si 0.1195 0.0438 -0.0626
Si 0.1097 0.066 0.1856
Si 0.1268 -0.0227 -0.2035
Si 0.1438 0.2055 -0.1339
Si -0.1518 -0.3088 0.4481
Si -0.028 0.1898 0.3728
Si -0.0001 0.0214 -0.0862
Si 0.1413 0.0399 0.3998
Si -0.1197 -0.0283 0.1303
Si -0.1121 -0.0789 0.3772
Si 0.0091 -0.1543 0.1776
Si 0.2107 -0.1844 0.2542
Si 0.1723 0.0849 0.1785
Si -0.1016 -0.0232 0.1205
Si 0.2011 0.1201 0.1071
Si -0.0375 0.0494 0.315
Si -0.196 -0.1258 0.135
Si 0.0731 -0.142 0.5721
Si -0.2034 -0.3025 0.3752
Si 0.0666 -0.0349 0.0183
Si 0.0905 0.0724 0.0741
Si 0.013 0.1001 0.2739
Si 0.0917 0.0197 0.011
Si 0.0645 0.02 -0.09
Si -0.0767 -0.178 0.3983
Si -0.0843 0.0666 0.4789
Si -0.0468 0.0257 -0.0437
Si 0.0148 0.0433 -0.178
Si 0.1308 -0.0387 -0.3557
Si -0.0586 0.0717 0.2121
Si 0.1086 -0.2881 0.4006
Si -0.0799 -0.0074 0.0773
Si -0.0571 0.1036 0.1746
Si -0.1389 0.0008 -0.1619
Si 0.019 0.0404 0.0905
Si 0.0751 -0.021 0.2647
Si 0.0596 -0.0371 -0.2304
Si -0.0429 -0.1123 -0.1193
Si -0.4251 0.1529 -0.3276
Si 0.0012 -0.2393 -0.7258
Si 0.0108 -0.0849 0.3417
Si -0.1343 0.0138 -0.1697
Si -0.0528 -0.0698 0.1047
Si -0.0487 0.061 0.0017
Si 0.1656 0.0443 -0.2127
Si -0.1175 -0.1159 -0.1127
Si -0.0192 -0.1206 -0.1714
Si -0.1753 -0.0673 0.2173
Si -0.0538 -0.0757 -0.3514
Si 0.0522 0.1808 -0.3331
Si -0.1531 0.1058 0.2874
Si -0.0285 0.0948 -0.2537
Si 0.013 0.0017 0.1847
Si 0.0212 -0.2682 -0.42
Si -0.0824 0.1984 -0.1395
Si -0.0755 0.2314 -0.1073
Si 0.2742 0.0295 -0.2676
Si -0.0531 0.061 -0.0651
Si -0.1488 -0.0104 -0.3385
Si -0.174 -0.0947 -0.1925
Si -0.1018 -0.0376 -0.183
Si -0.0058 -0.0618 0.0048
Si 0.1023 -0.1582 0.3578
Si 0.0487 0.0638 -0.2486
Si 0.1122 0.0167 -0.3316
Si 0.1237 0.1549 -0.3804
Si 0.0213 0.0369 -0.2759
Si 0.0292 0.1977 -0.1446
Si 0.0399 -0.3514 -0.2665
Si 0.3634 0.319 -0.2671
Si -0.1123 0.0407 -0.2688
Si -0.0654 -0.0418 -0.2196
Si 0.0448 -0.0675 -0.1808
Si 0.0921 0.0171 -0.2382
Si 0.2829 -0.0793 -0.2755
Si 0.0791 0.0326 -0.1503
Si 0.0284 0.1209 -0.1833
Si 0.0187 0.0114 0.1823
Si -0.0647 0.1605 -0.0439
Si -0.0245 0.047 -0.4326
Si 0.2026 0.2081 -0.0611
Si -0.0097 0.0119 -0.1504
Si 0.1124 0.1255 -0.4573
Si 0.0335 -0.0275 -0.1865
Si 0.0806 -0.0781 -0.3585
Si -0.0139 0.0519 -0.1123
Si -0.0622 0.1542 -0.0691
Si -0.2226 0.1139 -0.5091
Si -0.0399 0.089 -0.3205
Si -0.1282 0.19 -0.3433
Si 0.0298 -0.1071 -0.1784
Si -0.0847 -0.2126 -0.3852
Si -0.0159 0.2479 0.0185
Si 0.0295 0.1414 -0.4576
Si -0.0925 0.1259 -0.2932
Si 0.074 -0.1265 0.1027
Si 0.0007 -0.0391 -0.3703
Si -0.0227 -0.0722 0.0759
O -0.3462 0.4588 -0.0796
O 0.1024 0.2009 0.49
O -0.3949 0.1114 0.0988
O -0.1781 -0.1068 0.2985
O -0.0328 0.1338 -0.0332
O 0.0329 0.132 0.478
O -0.2515 -0.4795 0.4767
O -0.2813 0.133 0.0343
O -0.217 -0.2196 0.1266
O -0.0353 0.2164 0.1586
O 0.2254 -0.0173 -0.0164
O 0.0011 0.0659 -0.0312
O -0.1074 -0.0045 -0.2255
O 0.157 -0.0022 0.2863
O -0.1785 0.0819 0.334
O 0.1107 -0.1557 0.2128
O -0.134 -0.1265 0.3863
O -0.1216 0.0033 0.1128
O 0.0767 0.3633 0.3861
O 0.0638 0.022 0.435
O 0.0635 0.0102 0.2201
O 0.1707 -0.367 -0.0123
O -0.2879 -0.0142 0.4336
O 0.1126 -0.1995 0.2888
O 0.1767 -0.2532 -0.0634
O 0.1075 0.2191 -0.045
O -0.1646 0.0014 0.3535
O 0.2146 0.178 0.1424
O 0.1701 0.1786 -0.2009
O 0.1378 0.1112 0.0041
O 0.088 0.1726 0.1221
O 0.043 -0.0638 0.1884
O 0.1081 0.2333 -0.128
O -0.1523 0.0943 0.4612
O -0.0466 0.272 -0.0905
O -0.1271 0.0412 0.1568
O -0.0189 0.3475 0.2014
O 0.033 -0.5651 0.5634
O -0.0846 0.0052 -0.0147
O -0.1372 0.341 0.1503
O 0.1951 -0.2962 0.2342
O -0.1509 -0.1282 0.1106
O -0.1594 -0.009 0.3675
O -0.0321 0.122 0.1768
O -0.2758 0.1563 0.4386
O 0.22 0.2002 0.3466
O -0.1917 0.0871 0.291
O -0.0222 0.0001 0.0941
O 0.108 -0.2801 -0.1342
O 0.0651 -0.3471 0.0387
O -0.0017 -0.0802 -0.0165
O -0.092 0.4579 0.3627
O 0.7404 -0.4397 -0.0427
O 0.0168 0.1646 0.6449
O 0.0347 0.1194 0.3445
O 0.2185 -0.0455 0.3382
O 0.2822 0.2234 0.3176
O -0.0116 -0.2538 -0.0381
O 0.1396 -0.0085 0.3624
O 0.4106 0.0978 0.4267
O -0.0288 -0.1138 0.3604
O -0.1527 -0.058 -0.0489
O 0.0016 0.3838 0.5226
O -0.1493 0.1142 0.1338
O -0.2562 -0.0183 0.434
O -0.1522 0.0972 0.5354
O 0.1293 0.341 0.4002
O 0.095 -0.2792 0.1291
O -0.1668 -0.0135 0.5837
O -0.0986 -0.1613 0.0599
O 0.0679 -0.2199 0.1344
O -0.0556 -0.1101 -0.114
O 0.141 -0.37 -0.0043
O -0.2818 0.1221 -0.1653
O -0.2058 -0.0176 0.0588
O 0.3167 -0.0695 -0.368
O -0.0102 -0.0548 0.0991
O 0.0952 -0.082 0.2342
O 0.0001 0.2878 -0.4995
O -0.143 -0.3565 -0.2952
O -0.0772 -0.0832 -0.455
O -0.1512 -0.3782 0.0412
O 0.0906 -0.4316 -0.4451
O -0.0035 0.512 -0.5138
O 0.1665 0.2287 -0.2853
O -0.1039 -0.1615 0.0566
O 0.0363 -0.1882 -0.408
O -0.066 -0.2009 -0.288
O 0.1374 -0.0645 -0.0849
O -0.044 0.2296 -0.2321
O -0.0152 -0.1198 0.1481
O -0.0381 -0.0031 0.2676
O -0.1973 -0.143 -0.1021
O -0.1332 -0.1366 -0.1994
O 0.2236 0.2223 0.1011
O 0.0573 0.0201 -0.0377
O 0.0619 0.1817 -0.2973
O 0.0319 0.1468 -0.0753
O 0.3405 -0.1984 -0.462
O -0.0197 -0.0312 -0.3754
O -0.1639 -0.0901 -0.2365
O -0.1126 0.2361 -0.108
O 0.0442 -0.1951 0.0538
O -0.0183 -0.0372 -0.1032
O -0.126 -0.24 -0.2261
O 0.2339 -0.2882 -0.3336
O 0.1713 0.0651 -0.2803
O 0.0473 -0.2562 -0.332
O 0.0154 0.365 0.0116
O 0.1972 -0.2238 -0.5806
O -0.0522 -0.0251 0.0963
O -0.1903 -0.2369 -0.6344
O -0.0412 -0.3298 0.0594
O -0.2588 0.0431 -0.2658
O 0.0077 0.199 -0.1673
O -0.0369 -0.1176 -0.3152
O 0.0923 -0.1946 -0.0109
O 0.169 0.1523 -0.2187
O 0.0351 0.0158 0.232
O 0.0033 0.0905 -0.3583
O -0.0773 0.2595 0.0041
O -0.3313 -0.0607 0.1362
O -0.2289 0.0468 -0.1882
O 0.0721 0.1033 -0.7378
O 0.1733 -0.0811 -0.3969
O -0.1548 0.3868 -0.6002
O -0.2565 0.0223 -0.2861
O -0.0594 -0.3014 -0.3667
O 0.0447 0.2808 -0.6073
O 0.2631 -0.0543 -0.0331
O 0.0572 -0.1569 -0.3758
O -0.1684 -0.0276 -0.1661
O 0.3152 0.0062 -0.0316
O 0.1121 -0.1822 0.0999
O 0.0126 0.0392 0.2483
O -0.3517 0.5544 -0.146
O -0.3059 0.0955 -0.115
O -0.2514 0.0559 -0.2582
O 0.2066 0.0786 -0.2285
O 0.0473 -0.1911 -0.1212
O 0.0902 0.0214 -0.4407
O -0.0055 0.0739 -0.2079
O -0.0629 -0.2537 -0.2441
O 0.0403 0.2728 0.0162
O 0.0506 0.1437 0.3219
O -0.0624 -0.2796 0.2224
O -0.2151 0.0943 -0.1186
O -0.27 -0.1196 -0.1967
O 0.2095 -0.3254 -0.2637
O 0.0519 0.1595 0.1305
O -0.0436 0.2509 -0.0449
O 0.083 -0.0604 0.1202
O 0.1013 0.0583 0.0868
O 0.2112 -0.1444 -0.1619
O 0.2113 -0.0784 -0.0185
O 0.1292 0.0659 -0.1664
O 0.2461 -0.0251 -0.1202
O 0.1634 0.1975 0.0322
O 0.0321 -0.0092 -0.1536
O -0.17 -0.079 -0.233
O -0.3397 0.21 -0.1005
O -0.323 -0.0827 -0.1893
O 0.0854 -0.042 0.13
O -0.0108 0.2336 0.0143
O -0.0322 -0.2738 -0.505
O -0.0996 0.1857 -0.1226
O -0.1369 0.0005 0.1761
O -0.1495 -0.0867 -0.3875
O 0.0892 -0.0223 0.1961
O 0.2603 -0.2101 -0.2843
O -0.1591 0.1909 -0.2464
O 0.362 0.3103 -0.3404
O 0.1628 -0.0863 -0.3129
O -0.0496 -0.0724 -0.234
O -0.198 0.1538 -0.1977
O -0.0152 0.2666 -0.2827
O -0.1817 -0.1525 -0.208
O 0.1793 0.1673 0.1742
O -0.0766 0.0729 -0.3975
O 0.1477 -0.116 0.0119
O 0.2582 -0.2968 -0.2321
O -0.3177 -0.0406 -0.1193
O -0.0042 0.0087 -0.1825
O 0.0981 0.1023 -0.3392
O 0.2564 -0.0297 -0.0267
O 0.1885 0.076 0.2256
O -0.1585 -0.0057 -0.1585
O 0.1729 -0.3037 -0.2758
O -0.046 -0.0647 0.1686
O -0.029 0.1496 -0.102
O 0.0928 0.2295 -0.0521
O -0.0336 0.1619 -0.1789
O 0.2404 0.0225 -0.1648
O 0.191 0.0545 0.0035
O 0.1053 -0.2524 -0.1231
O 0.1395 0.0302 0.1393
O -0.2096 -0.106 -0.3206
O -0.0085 0.053 -0.2505
O -0.0867 -0.1132 0.1483
O 0.0213 -0.1869 0.2975
O -0.0379 0.049 -0.2594
O -0.0708 0.0659 -0.1916
O -0.2969 0.3316 -0.3494
O -0.2571 -0.155 0.0978
O -0.2546 0.1729 -0.0723
O -0.0581 -0.1548 0.2296
O -0.1097 -0.1937 0.136
O -0.1511 -0.0643 -0.0682
O -0.1196 -0.0789 -0.0314
O 0.2081 0.0866 0.3446
O -0.2063 -0.1511 0.0998
O -0.279 0.0019 0.515
O 0.0771 -0.1843 0.395
O -0.1064 -0.1623 -0.1825
O 0.124 -0.1823 -0.412
O -0.1515 0.18 -0.3858
O 0.1678 0.0977 0.334
O -0.2151 -0.1421 -0.0552
O -0.1349 0.0774 0.2744
O -0.0692 0.0855 -0.1385
O 0.1411 -0.1809 -0.197
O 0.0066 -0.3461 -0.359
O -0.1133 0.0995 -0.0543
O 0.2897 0.1685 -0.1669
O -0.2808 0.3082 -0.2464
O -0.0497 -0.08 0.3618
O 0.0884 0.0185 -0.3464
O 0.3017 0.135 -0.0575
O -0.1086 0.0573 -0.1178
O -0.2952 0.0243 -0.0267
O -0.1695 0.222 0.0144
O -0.2404 0.2582 0.0765
O -0.0897 0.0741 0.0621
O -0.3196 -0.1409 -0.1815
O -0.0375 -0.1784 -0.3248
O 0.1738 -0.0859 -0.2841
O 0.1488 -0.1996 -0.1964
O 0.06 0.1723 0.184
O 0.2918 -0.1311 0.2458
O 0.1124 0.141 -0.1853
O 0.1149 -0.0987 -0.1533
O -0.1185 0.2521 0.4368
O 0.0463 0.2655 0.2357
O 0.174 0.072 -0.3885
O 0.1974 0.0886 0.1698
O -0.0045 0.0539 0.0062
O 0.1938 0.1067 0.1866
O -0.1335 0.2319 0.1692
O -0.08 -0.0587 -0.2967
O -0.1438 0.0395 -0.1503
O 0.1773 -0.055 0.1449
O -0.0381 -0.0666 -0.0223
O 0.1916 0.0473 0.1313
O -0.1087 -0.0866 -0.4895
O 0.2547 -0.0853 -0.1249
O 0.0704 -0.1608 0.1934
O 0.2399 0.0863 0.2252
O 0.0957 0.0344 -0.1256
O 0.0059 -0.2851 0.1092
O -0.1156 0.0726 -0.1492
O 0.0257 -0.0556 -0.2169
O 0.2821 -0.143 0.3434
O -0.0752 0.1347 0.1786
O 0.0904 0.0402 -0.3129
O 0.049 0.1687 -0.1604
O 0.1959 0.0603 0.1082
O 0.0949 0.1726 -0.076
O -0.1868 0.0324 -0.2516
O 0.1217 -0.026 -0.4756
O 0.1018 0.1801 -0.3034
O -0.0409 0.0025 -0.3913
O -0.0717 0.0231 -0.2922
O 0.0473 -0.0591 -0.0337
O -0.0327 0.0763 0.0199
O -0.0523 0.0543 0.0559
O 0.2836 -0.1068 0.1301
O 0.1679 0.0103 -0.0035
O 0.0133 -0.0897 0.2825
O 0.2181 0.2437 -0.0958
O 0.2719 -0.221 -0.0499
O -0.3108 0.0727 0.1223
O 0.301 -0.3339 0.0788
O -0.2483 -0.2333 -0.0435
O 0.071 0.1584 -0.2244
O -0.1004 -0.1338 0.0089
O 0.1724 -0.1358 0.2824
O 0.1775 -0.2722 -0.0662
O 0.0277 0.0798 0.0639
O -0.0385 -0.0251 0.2556
O 0.0405 0.0129 -0.028
O 0.1919 -0.0549 0.379
O -0.2587 0.0166 0.1989
O -0.1033 -0.3491 0.2169
O -0.0815 0.0979 0.0861
O 0.1494 0.0029 0.3157
O -0.0817 -0.1372 -0.1749
O 0.1975 0.2417 0.0072
O 0.1114 -0.2364 -0.0144
O -0.2878 0.0799 0.2001
O -0.07 0.0744 0.4799
O -0.2677 0.1991 0.2729
O -0.2065 -0.0982 0.159
O 0.0396 -0.1296 -0.1556
O -0.1642 -0.1529 0.0924
O -0.0272 0.0235 -0.1443
O -0.1569 0.1176 0.4055
O 0.1884 0.0464 -0.1206
O 0.0341 -0.1271 0.0928
O -0.1269 -0.2197 0.0356
O 0.1038 0.1086 0.087
O 0.1333 -0.2766 0.433
O -0.0098 0.192 0.2755
O 0.1777 0.0619 0.2229
O -0.0021 -0.1907 -0.1211
O -0.2158 0.0264 -0.1215
O 0.1453 0.2475 0.2078
O 0.0642 0.0675 -0.161
O -0.0066 0.0753 -0.2759
O 0.0522 0.1932 0.0918
O -0.0677 0.0167 0.3045
O -0.067 0.0013 0.2698
O 0.0145 -0.0431 0.2203
O 0.1491 0.0745 0.3236
O 0.0466 -0.3287 0.2042
O -0.1211 -0.1107 0.1555
O 0.11 0.2647 -0.0257
O 0.0933 -0.2269 0.0624
O 0.1078 -0.0283 0.0735
O -0.0758 0.115 -0.1309
O -0.0242 0.1335 0.1327
O -0.143 0.1511 0.1139
O 0.0636 -0.0071 0.1022
Si 0.0034 0.0361 -0.053
Si 0.0249 -0.0303 -0.0692
Si 0.0055 0.0232 -0.044
Si 0.0794 0.0054 -0.0733
Si -0.0321 -0.004 -0.0534
Si -0.0519 -0.0456 -0.015
Si -0.0475 0.0393 -0.0483
Si 0.0158 0.0434 0.0138
Si -0.0066 -0.0281 -0.0507
Si 0.0159 0.0281 -0.0267
Si -0.005 -0.0259 -0.0367
Si -0.0314 -0.0466 -0.0197
Si 0.0079 -0.0224 -0.1191
Si -0.0094 0.0137 0.0062
Si 0.0158 0.0124 -0.0427
Si 0.0508 -0.0336 -0.0021
Si 0.0112 0.0235 -0.0334
Si -0.0056 -0.0344 -0.0042
Si 0.0154 -0.027 -0.0389
Si -0.0499 -0.0085 -0.021
Si 0.0169 0.0925 -0.0238
Si 0.0132 -0.0051 -0.0181
Si -0.0178 0.0415 -0.0254
Si -0.0155 0.0413 -0.0779
Si -0.0791 -0.0329 0.0252
Si 0.0212 -0.047 0.0124
Si -0.01 0.0217 0.0292
Si 0.0434 0.0553 -0.0423
Si 0.0382 0.0263 -0.0166
Si 0.022 0.0704 -0.0566
Si -0.0181 -0.0067 -0.0405
Si 0.0803 -0.0346 -0.0093
Si -0.0196 0.035 0.0273
Si -0.0007 -0.0075 -0.0058
Si -0.0319 -0.0184 -0.0061
Si 0.0424 0.0008 -0.0641
Si -0.0196 0.0039 -0.0195
Si -0.0125 0.0142 -0.0033
Si -0.0059 -0.0435 0.0093
Si -0.0054 -0.0005 -0.0326
Si 0.0438 -0.0054 0.0244
Si -0.0094 0.0404 -0.0172
Si 0.0242 -0.0105 -0.0479
Si -0.0465 -0.0152 -0.0016
Si 0.026 -0.0416 -0.0088
Si -0.0228 -0.0219 -0.002
Si 0.0028 0.0235 -0.0049
Si 0.0102 -0.0127 0.0126
Si 0.0331 -0.0041 0.0128
Si 0.0428 -0.0533 0.0014
Si 0.0409 -0.0167 0.0001
Si 0.0239 -0.0413 -0.0095
Si -0.0051 0.0348 -0.0344
Si 0.0226 -0.0023 -0.0214
Si 0.0228 0.0269 0.0095
Si 0.0264 -0.0507 0.0073
Si 0.029 -0.0271 -0.0172
Si -0.023 0.0193 -0.0002
Si 0.0077 -0.0089 0.0016
Si 0.0443 -0.0523 -0.0183
Si 0.0081 0.0392 -0.0183
Si -0.0475 -0.0082 -0.0377
Si -0.0309 -0.0386 -0.0239
Si -0.0261 -0.0014 0.0328
Si -0.0278 -0.0115 -0.014
Si 0.018 -0.0415 -0.0162
Si -0.0097 0.0116 0.0036
Si 0.0063 0.003 0.0047
Si 0.0153 -0.0279 -0.0265
Si 0.0142 -0.031 0.0029
Si -0.0447 0.0129 -0.01
Si -0.0255 -0.0165 -0.0243
Si 0.0177 0.007 0.0023
Si 0.0199 0.0212 0.0045
Si -0.0124 0.0253 -0.0144
Si 0.0186 0.0094 -0.0022
Si -0.0098 0.0195 -0.0108
Si -0.0228 -0.005 -0.0074
Si -0.0275 -0.0004 -0.0035
Si 0.0047 0.0017 0.0167
Si 0.0079 0.0556 0.0127
Si 0.0046 0.0149 0.0186
Si -0.0028 -0.0025 0.0171
Si 0.0112 0.0308 0.0145
Si 0.0212 0.0007 -0.0071
Si -0.0266 0.0066 -0.0023
Si 0.002 -0.0117 -0.0004
Si -0.0044 0.0238 0.0008
Si -0.0184 -0.0311 0.0046
Si 0.0432 0.0534 0.0021
Si 0.0161 0.0008 0.0098
Si -0.0358 -0.01 -0.0092
Si -0.0299 -0.0134 0.0074
Si -0.0051 0.022 -0.007
Si -0.0229 -0.0012 0.0008
Si 0.0239 0.0147 0.0194
Si -0.037 -0.0061 0.0158
Si 0.0011 0 0.0058
Si -0.019 0.0179 0.008
Si -0.0066 0.0099 0.0086
Si 0.021 0.0483 0.0027
Si 0.0042 0.0113 -0.0129
Si -0.0115 0.0219 -0.0018
Si 0.0039 0.0178 -0.0189
Si -0.0255 -0.0227 -0.0046
Si 0.0072 0.0304 0.0058
Si 0.0026 0.0193 0.0132
Si -0.0004 -0.0151 0.0008
Si -0.0192 0.0014 -0.0087
Si -0.0068 -0.0062 0.0067
Si 0.0215 -0.0178 -0.0032
Si 0.0146 -0.0128 0.0008
Si 0.0162 -0.0218 -0.0008
Si 0.0086 0.0116 0.0068
Si 0.0255 -0.0196 -0.0026
Si -0.0205 0.0079 0.0014
Si 0.0101 -0.0409 0.0045
Si -0.0035 -0.0054 0.0081
Si -0.0114 -0.0023 -0.0025
Si -0.0095 -0.0011 0.0038
Si 0.0175 -0.0097 0.0038
Si 0.0192 0.0133 0.0088
Si -0.0011 -0.0058 -0.014
Si 0.0162 -0.0204 0.0079
Si 0.0144 0.0038 0.0055
Si -0.0082 -0.0211 0.0051
Si -0.0055 -0.0155 -0.0051
Si 0.0187 -0.012 0.0139
Si 0.0062 -0.0069 -0.0067
Si 0.0097 -0.0173 0.0056
Si 0.0314 -0.0193 0.0019
Si -0.0005 -0.0153 0.005
Si 0.0124 -0.0264 -0.002
Si -0.0194 0.001 -0.0002
Si -0.0162 -0.0004 -0.0003
Si -0.007 -0.0177 0.0037
Si -0.0089 -0.0117 -0.0001
Si -0.011 0.0019 0.0036
Si -0.0003 -0.0203 0.0065
Si 0.02 -0.0185 0.0043
Si -0.0016 0.0048 -0.0034
Si -0.0008 -0.0413 0.0114
Si -0.0088 -0.0104 -0.0052
Si 0.006 0.0004 0.0046
Si 0.0117 0.0052 -0.0018
Si 0.0175 0.011 -0.0047
Si -0.0075 0.0102 -0.003
Si -0.0137 0.0101 -0.0048
Si -0.0077 0.0129 -0.0069
Si -0.0096 0.013 -0.0012
Si -0.0116 0.0019 -0.0043
Si 0.0026 -0.0044 0.0058
Si -0.0069 0.0236 0.0017
Si -0.0046 0.009 0.0089
Si -0.0002 0.0159 0.0032
Si 0.0073 0.0126 0.0044
Si -0.0023 0.0214 0.0011
Si -0.0128 -0.004 0.0072
Si 0.0047 0.0224 -0.0014
Si 0.0088 0.0117 0.0005
Si -0.0068 0.0171 -0.0062
Si -0.0025 0.0202 -0.0043
Si -0.0048 0.0032 -0.0016
Si -0.0085 0.0011 -0.0006
Si -0.0026 0.0081 0.0045
Si 0.0029 0.0029 0.0059
Si -0.0141 0.0091 0.0023
Si -0.0023 0.0121 0.0069
Si -0.0111 0.0098 0.0073
Si -0.0039 0.0184 0.0034
Si -0.022 0.012 0.0039
Si -0.0055 0.0192 -0.0046
Si 0.0051 0.0201 0.0019
Si 0.0039 0.0068 -0.0022
Si -0.0067 0.0203 -0.0022
Si -0.0029 0.0185 -0.0023
Si -0.0037 0.0037 0.0083
Si 0.0065 0.0109 0.0024
Si -0.0088 -0.0018 0.0103
Si -0.0026 0.0025 0.0055
Si -0.013 -0.0015 -0.0019
Si -0.0031 -0.0151 -0.0049
Si 0.0027 -0.0094 -0.0034
Si 0.016 -0.0145 -0.0005
Si 0.0081 -0.0059 -0.0038
Si -0.0036 -0.016 -0.0005
Si 0.008 -0.008 -0.0003
Si 0.0038 -0.0099 -0.0035
Si 0.0136 -0.0239 0.0053
Si 0.0068 -0.0119 0.0033
Si 0.0001 -0.0001 -0.0043
Si -0.0003 -0.0108 -0.0044
Si 0.0133 -0.0027 -0.0014
Si 0.0145 -0.0093 0.0013
Si -0.0021 -0.0174 -0.0001
Si -0.0027 -0.0039 0.0049
Si 0.0091 -0.0104 0.004
Si 0.005 -0.0125 0.0029
Si 0.0002 -0.0121 0.0004
Si 0.0033 -0.0143 0.0029
Si -0.0011 -0.0132 0.0013
Si 0.0005 -0.0118 0.0017
Si 0.0094 -0.0175 0
Si 0.0073 -0.0098 0.0003
Si -0.0021 -0.005 -0.0024
Si -0.0012 -0.0116 -0.0003
Si 0.0064 -0.0126 0.0003
Si 0.0006 -0.0059 -0.0015
Si -0.0034 0.0001 -0.0014
Si 0.0103 -0.0014 0.002
Si 0.0078 -0.0155 0.0053
Si 0.0076 -0.0264 0.0046
Si -0.003 -0.021 0.0017
Si 0.0038 -0.0153 -0.0028
Si 0.0022 -0.0034 -0.0004
Si -0.0043 -0.0038 -0.0027
Si -0.0012 0.0195 -0.0069
Si 0.0042 0.0144 0.0045
Si -0.0014 0.0129 -0.0028
Si 0.0067 0.0127 -0.0016
Si 0.0006 0.0079 -0.0019
Si -0.0087 0.02 -0.0081
Si 0.0036 -0.0004 -0.0079
Si -0.0017 0.0052 -0.0026
Si -0.0145 0.0091 0.0033
Si -0.0008 0.0077 -0.0024
Si 0.0119 0.008 0.0019
Si -0.0068 0.01 0.0046
Si -0.0079 0.0069 0.0003
Si -0.0003 0.0189 0.0077
Si -0.0041 0.0163 -0.0034
Si -0.0025 0.0232 0.0043
Si -0.0087 0.0258 -0.009
Si -0.0053 0.0184 -0.0012
Si -0.0214 -0.0015 -0.0013
Si -0.0072 0.0126 -0.0043
Si -0.0135 0.0019 -0.0006
Si -0.0043 -0.0011 0.0032
Si -0.0097 0.0186 0.0023
Si -0.0062 0.0174 0.0014
Si -0.0039 0.0095 0.0058
Si 0.0012 0.0053 -0.0037
Si -0.0009 0.0091 0.0041
Si 0.001 0.0121 -0.0041
Si -0.0056 0.0106 -0.0061
Si -0.0082 0.0195 0.0019
Si -0.0091 0.0061 0.0009
Si -0.0024 0.0055 -0.0051
Si 0.0044 0.0101 0.0095
Si 0.0058 0 0.0032
Si -0.0129 0.0118 0.0046
Si 0.0101 0.0072 0.0091
Si -0.0102 -0.0242 -0.0079
Si 0.0101 0.0109 -0.0096
Si 0.0046 -0.0084 -0.0003
Si -0.0004 -0.014 -0.0069
Si -0.0022 -0.0138 -0.0014
Si -0.0036 -0.0021 0.0011
Si 0.0103 -0.0207 -0.0034
Si 0.0199 -0.009 -0.0092
Si 0.0158 -0.0128 -0.008
Si 0.0145 -0.0175 -0.0008
Si -0.0125 -0.0122 -0.0054
Si 0.0036 0.0072 -0.0031
Si -0.0023 -0.0188 -0.0045
Si -0.003 -0.0066 -0.0004
Si -0.0063 -0.0125 0.0068
Si -0.001 -0.0229 0.0041
Si -0.0036 -0.0173 -0.0036
Si 0.0093 0.0032 0.0028
Si 0.0052 -0.011 0.0027
Si -0.0018 -0.0199 0
Si 0.0064 0.0001 0.0102
Si -0.0104 -0.0294 0.0054
Si 0.0002 -0.0187 -0.0079
Si 0.0065 -0.0208 -0.0047
Si 0.0043 -0.0077 0.0024
Si 0.0038 -0.0108 -0.0033
Si 0.0115 -0.0002 0.001
Si -0.0043 -0.0089 -0.0017
Si 0.0075 -0.0071 -0.002
Si 0.0132 -0.0106 0.0052
Si 0.0071 -0.0185 0.0066
Si 0.0166 -0.0076 0.0013
Si -0.0041 -0.0183 0.0021
Si 0.0134 -0.0146 -0.0006
Si 0.0044 0.0051 -0.0036
Si -0.0034 0.0064 -0.002
